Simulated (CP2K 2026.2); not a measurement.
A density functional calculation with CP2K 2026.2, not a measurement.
Periodic cell of 1845 atoms, Si1216O629, from a study of silicon, its oxide and their interface. The atomic structure is a simulated model.
Doubt: the forces sum to 5.67 eV/angstrom along one axis rather than to zero, so they err by at least 0.0031 eV/angstrom per atom on average; the grid cutoff is modest.

Settings
functional: PBE
method: Gaussian and plane waves
basis set: DZVP-MOLOPT-SR-GTH
pseudopotentials: GTH-PBE
grid cutoff: 300 Ry, relative cutoff 40 Ry
k points: Gamma only
occupations: fixed
spin: none
net charge: 0

Cell vectors (angstrom)
a 61.5484 0 0
b 0 15.3871 0
c 3.2144 -4.5346 34.101

Atoms and the computed forces on them: element, x, y, z (angstrom), force x, y, z (eV/angstrom)
Si -4.693 0.569 -1.357 0.006 0.033 0.169
Si -3.949 3.661 -0.897 0.374 -0.134 0.65
Si -3.301 -7.085 -1.228 -0.171 0.096 0.163
Si -4.315 -3.774 1.575 0.289 -0.118 0.845
Si 0.431 -0.235 -0.919 -0.371 0.002 0.712
Si 0.314 2.846 -1.62 0.02 -0.012 0.331
Si -0.613 -8.145 -1.388 0.027 -0.04 0.07
Si -0.643 -2.772 -2.577 0.073 0.083 0.078
Si 5.092 1.98 -2.367 -0.066 -0.126 0.147
Si 3.948 3.76 1.57 -0.176 -0.026 0.705
Si 4.095 -8.516 -1.177 -0.256 0.387 0.434
Si 4.372 -3.374 -1.541 0.045 0.129 0.129
Si 8.502 -1.865 -3.294 -0.052 0.092 0.068
Si 8.683 4.359 -0.876 -0.128 -0.088 -0.036
Si 11.124 -7.603 1.325 0.404 -0.103 0.742
Si 7.748 -6.631 -3.101 0.056 0.011 0.104
Si 3.646 -0.366 -0.887 0.271 0.143 0.654
Si -0.688 3.668 1.338 -0.242 0.05 0.57
Si 0.832 -7.969 1.323 0.16 0.07 0.652
Si 0.135 -4.06 1.361 -0.124 0.036 0.698
Si 4.473 -0.105 1.321 0.065 -0.009 -0.054
Si 3.096 4.034 -1.303 -0.032 0.022 0.11
Si 3.257 -7.855 1.133 0.022 -0.018 -0.054
Si 3.73 -5.923 2.488 -0.005 0.028 -0.015
Si 7.808 0.607 -1.493 -0.046 -0.095 0.182
Si 7.069 3.665 1.365 0.41 0.103 0.796
Si 7.035 -8.53 -0.905 -0.064 0.11 0.022
Si 8.063 -3.903 1.422 -0.182 0.068 0.793
Si 11.918 -0.04 1.171 -0.261 0.142 0.69
Si 12.535 3.934 1.224 0.1 -0.006 0.143
Si 7.949 -7.628 1.575 -0.228 -0.096 0.72
Si 13.379 -4.138 -0.796 -0.012 -0.082 0.23
Si -0.712 -0.192 1.228 0.025 0.004 -0.034
Si -0.001 5.604 2.595 -0.011 -0.004 0.001
Si 0.031 -6.043 2.575 0.036 0.006 -0.038
Si -0.158 -2.048 2.604 0.035 -0.041 -0.038
Si 3.807 1.729 2.682 -0.014 0.046 -0.027
Si 3.759 5.78 2.688 0.012 -0.05 -0.007
Si 4.911 -6.971 -3.91 -0.06 -0.185 0.318
Si 3.78 -2.002 2.58 -0.027 -0.029 -0.014
Si 7.554 1.792 2.652 -0.013 0.009 -0.06
Si 7.637 5.657 2.594 0.002 -0.024 -0.064
Si 7.694 -5.732 2.831 0.036 0.02 -0.06
Si 7.592 -1.969 2.655 0.024 0.004 -0.045
Si 11.672 1.983 2.405 0.019 -0.02 -0.087
Si 11.695 5.775 2.473 -0.09 0.04 -0.043
Si 11.553 -5.76 2.7 -0.025 0.013 -0.063
Si 11.501 -1.852 2.644 -0.006 0.03 -0.026
Si -1.96 1.829 4.09 -0.005 0.01 0.018
Si -1.97 5.8 3.93 0.002 -0.046 -0.041
Si -1.935 -5.901 3.945 0.005 0.044 0.033
Si -1.967 -2.027 4.104 0.015 -0.014 0.013
Si 1.811 1.749 3.915 -0.008 0.06 0.039
Si 1.858 5.614 4.044 0.004 0.017 0.019
Si 1.898 -5.916 3.996 0.004 -0.002 0.034
Si 1.828 -1.95 3.92 -0.009 -0.052 0.028
Si 5.697 1.834 4.09 -0.034 -0.014 0.008
Si 5.735 5.747 3.989 0.011 -0.026 0.009
Si 5.646 -5.827 3.937 -0.018 0.016 0.037
Si 5.672 -2.077 4.009 -0.007 0.006 -0.013
Si 9.658 1.909 3.78 0.01 -0.005 0.021
Si 9.676 5.65 3.834 0.032 0.097 0.019
Si 9.655 -5.779 4.102 0.015 -0.014 0.068
Si 9.562 -1.866 3.975 -0.028 -0.03 0.032
Si -1.956 -0.084 5.446 -0.016 0.013 -0.031
Si -1.957 3.84 5.325 0.028 0.005 -0.064
Si -1.958 -7.751 5.384 0.013 0.011 0.003
Si -1.946 -3.982 5.374 -0.002 -0.025 0.003
Si 1.838 -0.096 5.359 -0.014 -0.023 -0.02
Si 1.886 3.677 5.326 0.018 -0.003 0.01
Si 1.871 -7.818 5.371 -0.015 0.022 -0.027
Si 1.879 -3.916 5.278 0 -0.018 -0.028
Si 5.716 -0.122 5.362 -0.027 0.016 -0.031
Si 5.72 3.812 5.349 -0.014 -0.011 -0.007
Si 5.739 -7.729 5.33 0.003 -0.008 -0.012
Si 5.685 -3.957 5.366 0.009 -0.011 0.028
Si 9.62 0.053 5.278 0.007 0.005 0.009
Si 9.638 3.78 5.237 -0.016 -0.01 -0.013
Si 9.644 -7.804 5.279 -0.007 0.005 -0.029
Si 9.619 -3.81 5.354 0.008 -0.016 0.005
Si -0.034 -0.07 6.774 0.022 0.009 0.037
Si -0.032 3.787 6.695 0.008 0.003 0.018
Si -0.034 -7.758 6.738 0.01 -0.008 0.03
Si -0.011 -3.931 6.705 -0.003 0.007 0.023
Si 3.786 -0.081 6.698 -0.013 0.001 0.035
Si 3.802 3.762 6.697 -0.008 -0.018 0.039
Si 3.816 -7.775 6.691 -0.004 -0.01 0.029
Si 3.767 -3.917 6.699 -0.006 0 0.032
Si 7.685 -0.021 6.651 -0.001 -0.003 0.023
Si 7.702 3.81 6.624 0.006 0.01 0.02
Si 7.701 -7.742 6.639 0.028 0.009 0.013
Si 7.665 -3.892 6.668 0 0.005 0.023
Si 11.544 -0.009 6.644 0.005 0.006 0.032
Si 11.57 3.809 6.599 -0.006 -0.003 0.028
Si 11.563 -7.744 6.646 -0.016 -0.003 0.02
Si 11.559 -3.866 6.679 -0.003 0.002 0.019
Si 0.091 1.898 13.552 -0.002 0.003 -0.008
Si 0.055 5.712 13.6 -0.029 -0.007 -0.033
Si 0.072 -5.864 13.59 -0.002 -0.008 -0.015
Si 0.056 -1.997 13.515 -0.002 0.014 -0.021
Si 3.85 1.887 13.442 -0.013 0.014 -0.019
Si 3.866 5.751 13.554 0.016 -0.003 0.004
Si 3.857 -5.81 13.498 -0.003 -0.009 -0.033
Si 3.847 -1.983 13.487 -0.006 0.008 -0.024
Si 7.703 1.908 13.391 0.003 -0.015 -0.018
Si 7.709 5.738 13.428 -0.014 0.012 -0.009
Si 7.692 -5.779 13.399 0.025 -0.009 -0.027
Si 7.657 -1.923 13.367 -0.003 -0.006 -0.025
Si 11.559 1.936 13.418 -0.014 -0.03 -0.025
Si 11.575 5.773 13.433 0 0.021 -0.014
Si 11.558 -5.746 13.411 -0.01 0.011 -0.027
Si 11.554 -1.886 13.398 0.008 0 -0.024
Si -1.827 1.896 14.893 -0.001 0 0.019
Si -1.839 5.707 15.005 0.003 0.006 0.016
Si -1.83 -5.856 14.972 -0.018 -0.024 0.023
Si -1.825 -2.021 14.903 -0.015 0.015 0.012
Si 2.027 1.9 14.922 0.041 0.016 0.043
Si 1.964 5.721 14.988 -0.033 0.013 0.029
Si 2.007 -5.888 14.964 0.016 -0.009 0.026
Si 1.952 -1.995 14.898 -0.007 -0.008 0.01
Si 5.782 1.883 14.737 0.047 -0.006 -0.006
Si 5.837 5.766 14.849 -0.015 0.007 0.051
Si 5.802 -5.743 14.795 0.022 0.036 0.024
Si 5.788 -1.966 14.801 0.022 -0.008 0.026
Si 9.624 1.94 14.735 0.017 -0.007 -0.009
Si 9.651 5.767 14.751 0.032 0.001 0.019
Si 9.623 -5.745 14.719 0.021 0.006 -0.002
Si 9.587 -1.831 14.661 0.01 -0.008 -0.017
Si -1.798 -0.055 16.173 0.035 0.009 -0.005
Si -1.791 3.758 16.343 -0.005 0.031 -0.017
Si -1.813 -7.756 16.384 0.008 -0.021 -0.023
Si -1.771 -3.929 16.317 0.019 -0.002 0.008
Si 1.983 -0.052 16.241 0.009 -0.017 0.004
Si 2.08 3.801 16.361 -0.005 -0.001 0.019
Si 2.019 -7.786 16.436 -0.014 0.051 0.001
Si 1.985 -3.932 16.265 0.007 -0.001 -0.04
Si 5.739 -0.021 16.1 -0.03 -0.003 -0.028
Si 5.839 3.765 16.11 -0.004 0.019 0.032
Si 5.88 -7.63 16.151 0.023 -0.057 -0.011
Si 5.843 -3.852 16.215 -0.014 0.013 -0.013
Si 9.543 0.037 16.084 0.001 -0.002 0.024
Si 9.718 3.839 16.097 -0.009 -0.011 -0.028
Si 9.657 -7.674 16.055 -0.014 -0.014 -0.054
Si 9.601 -3.742 15.947 -0.016 0.018 -0.09
Si 0.074 -0.046 17.604 -0.032 0.001 -0.024
Si -2.215 5.683 20.763 -0.333 -0.161 -0.554
Si 0.056 -7.713 17.86 -0.014 -0.099 0.04
Si 0.155 -3.966 17.749 0.019 0.049 0.023
Si 3.835 1.837 18.95 -0.053 0.016 0.013
Si 4.09 3.83 17.684 0.033 0.015 -0.017
Si 5.112 -9.685 18.893 -0.012 0.073 -0.097
Si 4.143 -5.866 18.839 -0.208 0.045 -0.813
Si 7.639 2.024 18.809 0.006 0.043 -0.004
Si 7.494 5.832 18.598 0.006 -0.024 -0.019
Si 7.828 -7.543 17.473 -0.004 0.065 -0.005
Si 7.849 -3.744 17.47 0.041 -0.126 0.022
Si 11.485 0.016 17.375 -0.008 -0.009 0.008
Si 11.528 3.821 17.601 -0.009 0.01 -0.004
Si 11.008 -5.619 18.632 -0.284 -0.136 -0.48
Si 11.424 -3.72 17.363 -0.039 -0.071 0.003
Si 9.49 1.283 20.042 0.025 -0.249 -0.541
Si 0.359 5.621 19.056 -0.146 0.121 -0.769
Si -1.933 -4.972 20.689 0.437 -0.092 -0.461
Si 0.161 -1.953 18.957 -0.013 0 0.008
Si 5.731 2.144 20.226 0.02 -0.043 -0.787
Si 5.214 5.143 21.179 0.13 0.17 -0.691
Si 5.891 -2.169 20.265 0.003 0.533 -0.16
Si 3.925 -1.991 18.997 -0.051 0.036 0.029
Si 7.606 0.082 17.453 -0.047 -0.013 0.038
Si 4.098 -7.853 17.653 -0.034 0.002 0.047
Si 8.58 -5.621 18.719 0.19 -0.037 -0.6
Si 3.914 -3.887 17.583 -0.022 -0.04 0.014
Si 15.243 1.863 19.098 -0.011 0.032 0.027
Si 11.337 5.813 18.864 -0.049 -0.02 -0.021
Si 6.485 -5.226 20.69 0.105 0.164 -0.02
Si 11.393 -1.838 18.792 0.024 -0.058 0.01
Si -2.012 1.18 20.418 0.084 0.233 -0.775
Si 0.138 3.688 17.733 0.03 0.022 0.02
Si 1.743 -6.213 20.875 -0.518 0 -0.537
Si -1.874 -1.919 20.072 0.046 0.073 -0.564
Si 1.962 1.505 20.384 -0.039 0.146 -0.741
Si 2.239 -9.312 21.301 0.035 0.037 -0.119
Si -0.057 -5.767 19.321 0.001 -0.048 0.098
Si 2.03 -1.643 20.382 -0.034 -0.12 -0.714
Si 3.912 -0.075 17.58 0.025 -0.02 0.03
Si 7.798 3.861 17.375 0.01 0.014 0.005
Si 7.174 -6.14 23.307 0.036 -0.065 -0.137
Si 9.097 -1.295 22.442 0.169 0.036 -0.708
Si 11.46 1.801 18.872 0.004 0.04 0.019
Si 9.317 5.768 20.107 -0.132 0.037 -0.666
Si 11.482 -7.647 17.511 -0.014 0.037 -0.006
Si 7.726 -1.811 18.841 -0.004 0.016 0.008
Si -2.529 -7.124 22.507 -0.029 -0.054 -0.074
Si 8.482 -3.668 24.27 0.047 0.079 0.013
Si 1.81 3.6 22.856 0.023 0.033 -0.152
Si 3.32 -8.656 26.177 -0.024 -0.166 -0.001
Si 1.816 -3.763 22.824 0.125 0.12 -0.159
Si 6.111 -0.505 21.921 -0.123 -0.551 -0.554
Si 7.329 -4.044 -1.555 -0.116 -0.004 0.105
Si 8.279 5.683 26.219 0.025 -0.105 -0.111
Si 9.569 -1.131 20.142 -0.012 0.02 0.026
Si 10.825 -8.433 25.165 -0.13 0.042 -0.026
Si 8.912 3.166 -5.595 -0.037 0.006 -0.02
Si -1.62 4.674 -2.847 -0.022 -0.06 0.154
Si -0.623 3.718 24.729 -0.05 -0.007 -0.076
Si 5.375 -6.331 25.708 -0.027 0.032 -0.051
Si 10.459 -0.514 24.903 0.072 0.064 -0.157
Si 5.418 -8.122 -6.606 0.051 0.055 0.061
Si 6.906 -0.105 1.4 -0.282 0.013 0.543
Si 9.86 -7.702 22.561 -0.027 -0.03 -0.111
Si -1.022 -4.052 -5.153 0.012 0.042 0.033
Si 11.139 -8.368 -6.771 0.007 0.006 -0.096
Si 15.051 -3.297 24.868 0.127 -0.097 -0.036
Si 10.182 4.657 -3.344 0.086 -0.016 0.165
Si 12.34 -2.823 25.8 -0.095 0.056 0.084
Si -2.559 -3.249 -7.322 -0.021 -0.037 -0.117
Si 3.398 5.023 -7.398 -0.078 0.002 0.083
Si 0.164 -5.528 -3.062 -0.055 0.042 0.151
Si -1.461 2.023 -7.071 -0.027 0.037 -0.06
Si 9.489 3.366 22.17 0.046 -0.074 -0.016
Si -0.162 1.725 2.575 0.001 -0.038 -0.052
Si 0.663 -9.546 -7.523 -0.01 -0.112 -0.162
Si 5.072 2.8 -7.544 -0.007 -0.049 0.109
Si 4.923 -0.615 24.629 -0.126 0.069 -0.023
Si 3.718 -2.95 -6.071 0.099 0.035 -0.041
Si 6.995 4.666 23.592 -0.012 -0.006 -0.208
Si 12.573 3.434 22.453 -0.128 0.015 -0.208
Si -1.758 4.886 -5.958 -0.004 -0.009 -0.007
Si -4.975 -0.626 -4.156 0.025 0.136 0.093
Si 10.646 -5.387 25.822 0.035 0.04 -0.024
Si -1.606 -8.769 25.062 -0.017 -0.075 -0.099
Si 4.233 3.938 24.857 -0.027 0.075 -0.029
Si 3.993 -3.491 25.164 -0.061 0.013 -0.133
Si -2.992 -0.378 -6.644 -0.013 0.027 -0.004
Si 3.281 -3.94 1.289 0.13 0.021 0.72
Si 8.196 -9.586 -7.112 -0.02 -0.091 -0.006
Si 6.358 -1.425 -5.35 0.028 0.025 0.012
Si 6.345 1.629 -4.977 0.026 0.066 -0.047
Si 10.444 -7.614 -4.026 0.019 -0.089 0.142
Si 2.899 -4.732 -3.886 0.055 0.04 0.086
Si 10.756 0.91 -1.438 -0.05 -0.139 0.155
Si 11.547 3.75 -0.884 0.525 0.268 0.438
Si 12.353 -7.004 -1.576 -0.083 0.096 0.178
Si 11.206 -3.815 1.448 0.153 -0.048 0.778
Si 16.116 -0.201 -1.674 0.035 -0.022 0.176
Si 15.879 2.931 -1.758 -0.004 0.075 0.326
Si 15.08 -8.109 -1.616 0.016 0.014 0.214
Si 14.041 -2.134 -3.147 0.002 0.034 0.119
Si 20.85 2.067 -2.279 -0.008 -0.108 0.02
Si 19.589 3.903 1.591 -0.091 -0.071 0.735
Si 19.741 -8.565 -1.441 -0.058 -0.044 0.139
Si 19.93 -3.489 -1.688 -0.001 0.069 0.185
Si 23.838 -1.447 -3.44 -0.037 0.056 0.016
Si 24.381 4.477 -1.087 -0.151 -0.128 -0.032
Si 26.945 -7.593 1.292 0.199 0.041 0.64
Si 23.945 -6.472 -3.306 -0.002 -0.052 0.083
Si 19.215 -0.437 -1.595 -0.032 0.028 0.181
Si 14.918 3.711 1.236 -0.207 0.092 0.55
Si 16.162 -7.856 1.413 0.343 -0.002 0.657
Si 15.724 -3.999 1.351 -0.194 -0.017 0.793
Si 19.96 -0.026 1.454 0.35 -0.017 0.632
Si 18.698 4.003 -1.218 -0.036 0.035 0.074
Si 18.607 -7.758 1.406 -0.247 -0.01 0.669
Si 19.254 -5.8 2.573 -0.013 -0.007 -0.092
Si 23.449 0.763 -1.346 -0.015 -0.127 0.145
Si 22.729 3.846 1.413 0.328 0.059 0.739
Si 22.704 -8.31 -1.239 0.005 0.035 0.067
Si 23.706 -3.811 1.28 -0.276 0.067 0.814
Si 27.675 0.059 1.503 0.257 0.091 0.594
Si 27.889 3.926 1.655 0.018 0.001 0.032
Si 23.775 -7.557 1.373 -0.185 -0.136 0.709
Si 29.379 -3.78 -0.091 0.471 0.196 0.428
Si 15.071 -0.239 1.242 0.188 0.155 0.759
Si 15.534 5.617 2.593 -0.032 -0.025 -0.015
Si 15.518 -5.929 2.637 0.019 0.009 -0.053
Si 15.373 -2.062 2.657 0.008 -0.014 -0.041
Si 19.357 1.872 2.717 0.011 -0.007 -0.046
Si 19.309 5.849 2.804 -0.011 0.01 -0.024
Si 19.707 -7.359 -4.253 -0.016 -0.004 0.041
Si 19.305 -1.967 2.623 -0.025 0.01 -0.017
Si 23.078 1.895 2.674 -0.022 0.027 -0.072
Si 23.247 5.84 2.598 -0.001 0.009 -0.027
Si 23.316 -5.682 2.681 0.023 0.003 -0.073
Si 23.115 -1.929 2.632 -0.001 0.011 -0.021
Si 27.135 1.985 2.756 -0.042 -0.052 -0.073
Si 27.15 5.884 2.708 -0.043 0.027 -0.014
Si 27.095 -5.68 2.706 -0.008 0.011 -0.071
Si 26.996 -1.734 2.897 -0.02 0.01 0
Si 13.506 1.854 3.911 -0.012 0.022 0.003
Si 13.563 5.804 3.918 0.002 -0.06 -0.027
Si 13.54 -5.832 3.946 -0.006 0.045 0.015
Si 13.442 -1.989 3.991 0 0.02 0.022
Si 17.335 1.86 3.913 -0.016 0.025 0.015
Si 17.366 5.67 4.079 -0.007 0.033 0.024
Si 17.396 -5.8 4.043 0.02 -0.023 0.045
Si 17.345 -1.919 3.963 0.017 -0.044 0.02
Si 21.232 1.934 4.13 0.013 -0.025 0.031
Si 21.318 5.887 4.019 0.039 -0.049 0.006
Si 21.257 -5.762 3.899 -0.015 0.023 -0.002
Si 21.208 -2.02 4.029 0.012 0.029 0.007
Si 25.082 1.964 3.971 -0.009 0.027 0.017
Si 25.149 5.785 4.006 -0.005 0.027 0.021
Si 25.172 -5.696 4.105 0.011 -0.013 0.056
Si 24.993 -1.786 4.098 -0.015 -0.05 0.008
Si 13.482 -0.036 5.311 -0.008 -0.011 -0.008
Si 13.508 3.827 5.238 0.004 -0.035 -0.049
Si 13.52 -7.718 5.332 0.031 0.01 0.016
Si 13.488 -3.909 5.322 -0.013 -0.006 0.004
Si 17.328 -0.014 5.329 0.004 -0.012 -0.015
Si 17.362 3.746 5.361 -0.005 -0.007 0.008
Si 17.357 -7.737 5.372 -0.003 0.018 0.002
Si 17.362 -3.843 5.344 -0.021 -0.001 -0.018
Si 21.207 -0.047 5.388 0.002 0.021 -0.002
Si 21.242 3.923 5.382 -0.011 -0.001 -0.018
Si 21.261 -7.615 5.375 -0.01 -0.006 -0.001
Si 21.211 -3.907 5.38 0.007 -0.012 0.018
Si 25.032 0.109 5.452 -0.004 0.002 0.004
Si 25.082 3.874 5.384 0.003 0.011 -0.013
Si 25.102 -7.665 5.408 0 0.006 -0.05
Si 25.079 -3.758 5.44 0.016 -0.004 -0.015
Si 15.401 -0.007 6.675 0.014 0.012 0.029
Si 15.404 3.822 6.656 -0.002 0.019 0.02
Si 15.426 -7.693 6.703 0.007 -0.001 0.031
Si 15.418 -3.85 6.675 0.004 -0.008 0.024
Si 19.255 -0.007 6.702 0.008 -0.006 0.032
Si 19.29 3.848 6.71 -0.006 -0.004 0.018
Si 19.299 -7.69 6.702 -0.029 -0.006 0.021
Si 19.271 -3.86 6.719 0.001 -0.013 0.029
Si 23.1 0.044 6.79 -0.013 0.006 0.03
Si 23.149 3.896 6.755 0.01 -0.001 0.016
Si 23.162 -7.638 6.759 0.008 -0.009 0.026
Si 23.128 -3.835 6.763 -0.006 0.019 0.031
Si 26.921 0.06 6.883 -0.002 -0.003 0.038
Si 26.957 3.892 6.832 -0.029 -0.024 0.019
Si 26.953 -7.643 6.866 -0.005 -0.004 0.015
Si 26.933 -3.8 6.897 -0.016 0.001 0.02
Si 15.375 1.964 13.478 0.023 -0.011 -0.019
Si 15.356 5.78 13.502 -0.018 -0.001 -0.021
Si 15.349 -5.755 13.474 -0.005 0.007 -0.012
Si 15.379 -1.89 13.445 0.008 0.006 -0.022
Si 19.165 1.975 13.484 0.003 -0.008 -0.021
Si 19.165 5.815 13.583 0.005 -0.009 0.001
Si 19.176 -5.749 13.528 0.007 0.002 -0.022
Si 19.179 -1.897 13.504 0.003 0.005 -0.018
Si 23.026 1.984 13.558 0.006 -0.009 -0.011
Si 23.031 5.795 13.605 -0.025 0.002 -0.013
Si 23.008 -5.743 13.57 0.005 0.007 -0.018
Si 22.994 -1.873 13.53 -0.004 -0.003 -0.016
Si 26.952 1.963 13.619 -0.004 -0.009 -0.015
Si 26.923 5.801 13.651 0.014 0.031 -0.003
Si 26.904 -5.722 13.634 0.002 0.018 -0.023
Si 26.916 -1.861 13.595 0.021 -0.013 -0.02
Si 13.452 1.972 14.822 -0.02 0.001 0.02
Si 13.445 5.786 14.875 0.005 -0.008 0.027
Si 13.431 -5.721 14.837 -0.017 0.006 0.017
Si 13.463 -1.896 14.784 -0.019 0.026 0.012
Si 17.267 1.998 14.879 0.007 0.015 0.019
Si 17.211 5.802 14.946 -0.009 0.008 0.04
Si 17.237 -5.772 14.87 -0.002 -0.003 0.023
Si 17.258 -1.859 14.86 0 -0.005 0.017
Si 21.051 1.982 14.857 0.011 0.01 0.007
Si 21.089 5.821 14.95 0.003 -0.001 0.041
Si 21.071 -5.72 14.921 0.011 -0.003 0.012
Si 21.068 -1.907 14.895 0.024 0.006 0.031
Si 24.981 1.968 14.88 -0.019 -0.016 -0.019
Si 24.975 5.798 14.951 0.006 0.001 0.019
Si 24.935 -5.735 14.914 -0.006 0 -0.013
Si 24.931 -1.825 14.838 -0.024 -0.003 -0.017
Si 13.457 0.027 16.127 0.022 0.012 -0.016
Si 13.451 3.858 16.257 0.001 0.002 -0.017
Si 13.41 -7.641 16.198 -0.013 0.007 -0.026
Si 13.454 -3.778 16.193 0.007 -0.018 -0.026
Si 17.278 0.085 16.225 0.01 -0.036 0.005
Si 17.216 3.877 16.329 0.008 0.001 -0.003
Si 17.139 -7.652 16.315 -0.033 0.028 0.006
Si 17.218 -3.817 16.164 0.004 0.016 -0.049
Si 21.037 0.052 16.178 -0.017 0.005 -0.041
Si 21.024 3.865 16.265 -0.002 -0.008 0.015
Si 21.046 -7.619 16.299 0.011 -0.006 -0.016
Si 21.051 -3.807 16.306 -0.009 0.005 -0.015
Si 24.914 0.064 16.226 0.008 0.016 0.018
Si 25.037 3.842 16.265 0.03 -0.006 0.021
Si 24.917 -7.654 16.283 0.02 0.028 -0.014
Si 24.883 -3.738 16.139 -0.01 0.023 -0.053
Si 15.343 0.079 17.544 -0.026 0.005 -0.021
Si 13.158 5.848 20.36 0.016 -0.123 -0.638
Si 15.182 -7.586 17.714 -0.002 -0.016 -0.02
Si 15.367 -3.801 17.585 -0.001 0.011 0.021
Si 19.177 1.977 19.073 0.01 0.022 0.014
Si 19.12 3.919 17.718 0.002 -0.019 0.011
Si 19.081 5.87 19.109 -0.041 -0.025 0.023
Si 18.97 -5.747 18.933 -0.559 0.076 -0.249
Si 22.991 1.973 18.917 0.005 0.015 -0.022
Si 22.963 5.732 18.69 -0.029 -0.018 -0.031
Si 22.993 -7.583 17.623 0.005 0.037 -0.016
Si 23.04 -3.731 17.58 0.049 -0.088 0.017
Si 26.882 0.029 17.51 0.007 -0.008 0.01
Si 26.891 3.806 17.777 -0.045 0.019 0.015
Si 26.008 -5.608 18.945 -0.209 -0.132 -0.541
Si 26.7 -3.804 17.578 0.027 -0.135 -0.006
Si 24.878 1.282 20.128 0.009 -0.224 -0.533
Si 15.155 5.827 19.045 -0.012 0.018 -0.027
Si 13.341 -4.862 20.556 0.349 -0.048 -0.527
Si 15.397 -1.844 18.871 0.03 0.016 0.021
Si 21.159 2.441 20.321 -0.06 -0.285 -0.738
Si 21.181 5.583 20.162 -0.162 0.13 -0.572
Si 21.029 -1.988 20.177 0.078 0.087 -0.655
Si 19.087 -1.87 18.916 -0.016 0.034 0.007
Si 22.929 0.088 17.516 -0.036 -0.003 0.036
Si 19.086 -7.677 17.619 0.001 0.005 -0.018
Si 23.578 -5.636 18.874 0.272 -0.042 -0.513
Si 19.055 -3.808 17.588 0.003 -0.006 0.034
Si 30.959 1.837 19.202 0.405 0.053 -0.442
Si 26.746 5.774 19.075 0.015 0.009 0.014
Si 21.36 -5.054 20.791 0.163 0.113 -0.177
Si 26.768 -1.857 18.862 0.068 -0.052 0.012
Si 13.252 1.251 20.325 0.104 0.224 -0.851
Si 15.29 3.847 17.736 0.016 -0.023 0.019
Si 17.094 -6.019 20.399 -0.012 0.198 -0.755
Si 13.375 -1.828 19.993 0.005 0.026 -0.566
Si 17.229 1.6 20.358 -0.005 0.145 -0.768
Si 17.061 6.196 20.376 0.113 -0.175 -0.712
Si 15.141 -5.594 19.098 -0.027 -0.047 0.043
Si 17.235 -1.539 20.351 -0.009 -0.16 -0.763
Si 19.187 0.091 17.619 0.02 0.002 -0.015
Si 23.04 3.801 17.454 0.008 -0.013 -0.028
Si 22.062 -5.999 23.404 0.003 0.045 -0.096
Si 24.478 -1.224 22.347 0.187 -0.115 -0.567
Si 26.865 1.78 19.043 0.046 -0.046 0.048
Si 24.71 5.627 20.197 0.181 -0.02 -0.661
Si 26.726 -7.61 17.808 -0.004 0.044 -0.005
Si 23 -1.773 18.916 -0.035 0.001 -0.005
Si 12.832 -7.07 22.328 -0.047 -0.048 -0.082
Si 23.952 -3.665 24.264 0.089 0.077 -0.007
Si 17.254 3.92 22.566 -0.056 -0.003 -0.095
Si 18.594 -8.661 26.187 0.009 -0.13 -0.166
Si 17.091 -3.771 22.664 0.068 0.083 -0.163
Si 21.61 0.14 22.307 0.005 -0.024 -0.253
Si 22.905 -3.952 -1.793 0.062 -0.113 0.165
Si 24.215 -9.349 26.321 0.048 -0.018 -0.093
Si 24.925 -1.143 20.103 -0.03 0.044 0.001
Si 26.664 -7.972 24.886 -0.139 -0.009 0.005
Si 24.095 3.539 -5.769 0.346 0.22 0.436
Si 15.275 5.023 -3.664 -0.059 0.075 -0.019
Si 14.786 3.976 24.555 -0.057 -0.067 -0.135
Si 20.523 -6.181 25.883 -0.038 0.061 -0.049
Si 25.69 -0.321 24.848 0.082 0.012 0.008
Si 22.303 -6.857 -5.836 -0.001 -0.079 -0.034
Si 22.422 -0.031 1.43 -0.267 0.048 0.614
Si 23.034 -8.446 22.13 -0.123 -0.07 -0.235
Si 14.276 -4.369 -5.197 -0.135 -0.011 -0.012
Si 26.669 -8.672 -6.985 0.014 -0.039 0.057
Si 30.529 -2.706 25.168 0.066 -0.02 0.069
Si 25.167 4.335 -3.888 -0.181 -0.241 -0.434
Si 27.737 -2.496 25.905 -0.07 0.1 0.091
Si 12.731 -3.194 -7.263 -0.03 -0.022 -0.075
Si 17.19 -8.79 -5.22 0.001 0.055 0.144
Si 15.76 -6.33 -3.859 -0.025 -0.188 -0.003
Si 13.756 2.243 -7.267 -0.081 0.035 -0.029
Si 24.906 3.291 22.366 0.063 -0.082 -0.077
Si 15.417 1.781 2.496 0.012 -0.021 -0.037
Si 19.187 1.616 26.285 0.055 -0.055 -0.085
Si 23.287 -1.445 26.301 0.097 -0.035 -0.064
Si 20.61 -0.737 25.07 0.032 -0.08 -0.046
Si 19.285 -2.665 -6.183 0.098 0.007 -0.096
Si 22.79 4.517 24.139 -0.017 -0.026 -0.159
Si 27.911 3.439 22.685 -0.069 0.019 -0.173
Si 13.577 5.208 -6.131 -0.002 -0.014 0.011
Si 11.259 -0.827 -3.989 -0.006 0.011 0.12
Si 26.127 -5.075 25.791 0.02 0.099 -0.053
Si 13.721 -8.553 24.992 -0.062 -0.013 -0.095
Si 19.622 4.185 24.488 0.069 0.027 0.029
Si 19.201 -3.382 25.04 -0.051 0.012 -0.101
Si 12.323 -0.261 -6.7 0.002 0.033 0.002
Si 18.868 -3.87 1.257 0.207 0.01 0.806
Si 23.605 -9.279 -7.365 -0.113 -0.155 0.135
Si 21.621 -0.906 -5.548 0.162 0.123 -0.015
Si 21.389 2.17 -5.167 0.116 0.017 -0.141
Si 26.178 -8.254 -4.033 -0.087 -0.159 0.065
Si 18.305 -4.636 -4.063 0.195 -0.057 0.07
Si 26.489 0.969 -1.204 -0.019 -0.134 0.174
Si 27.369 3.862 -0.577 0.232 -0.024 0.682
Si 27.983 5.01 -3.147 -0.101 -0.031 0.054
Si 26.832 -3.62 1.578 0.109 -0.145 0.72
Si 31.175 0.132 -1.35 -0.018 -0.031 0.192
Si 31.504 3.205 -1.126 0.032 -0.061 0.241
Si 29.369 -6.931 -0.564 -0.073 -0.196 0.14
Si 29.566 -2.089 -2.797 -0.014 0.073 0.158
Si -25.291 1.688 -2.11 -0.021 -0.101 0.162
Si 35.206 3.947 1.654 0.016 0.077 -0.03
Si -26.472 -8.477 -1.281 0.014 0.014 0.224
Si -26.573 -3.478 -1.423 0.012 0.065 0.199
Si -22.126 -3.01 -3.672 -0.124 0.03 0.014
Si -22.364 4.974 -1.12 -0.247 -0.019 0.219
Si -20.079 -7.579 1.385 -0.233 -0.123 0.606
Si -22.575 -6.114 -3.666 -0.056 0.007 0.286
Si -27.28 -0.424 -1.364 0.072 0.027 0.274
Si 30.264 3.904 1.67 -0.179 -0.009 0.673
Si 31.388 -7.623 1.644 0.307 -0.035 0.557
Si 31.027 -3.672 1.601 -0.522 -0.047 0.163
Si 35.266 0.007 1.673 0.296 0.035 0.612
Si -26.987 3.846 -0.543 -0.035 0.116 0.674
Si 33.834 -7.661 1.489 -0.178 -0.024 0.685
Si 34.526 -5.748 2.744 -0.03 -0.002 -0.088
Si -23.331 -0.038 -0.509 -0.127 0.107 0.638
Si -23.972 4.261 1.253 -0.435 0.367 0.392
Si -23.358 -7.56 -1.008 0.101 0.25 0.653
Si -22.703 -3.747 1.543 -0.2 -0.04 0.783
Si -18.597 -0.049 1.447 0.224 0.113 0.573
Si -18.589 3.84 1.399 -0.01 0.044 0.007
Si -22.56 -7.454 1.321 -0.003 -0.027 -0.033
Si -17.419 -4.082 -0.629 -0.034 -0.032 0.197
Si 30.127 -0.032 1.596 -0.292 0.2 0.668
Si 30.856 5.834 2.89 0.008 0.033 -0.022
Si 30.875 -5.671 2.87 0.006 0.014 -0.026
Si 30.724 -1.827 2.986 0 0.069 -0.024
Si 34.752 1.981 2.859 0.024 -0.058 0.008
Si 34.593 5.887 2.81 -0.089 0.038 -0.011
Si -27.042 -7.658 -4.259 -0.006 -0.048 0.181
Si 34.619 -1.887 2.897 0.041 -0.031 -0.024
Si -23.152 1.834 2.862 0.044 -0.427 0.419
Si -23.166 6.004 2.623 0.036 0.077 0.022
Si -23.049 -5.689 2.783 0.009 -0.01 -0.05
Si -23.156 -1.906 2.901 0.07 -0.013 -0.029
Si -19.154 1.917 2.686 0.005 -0.03 -0.053
Si -19.304 5.821 2.566 -0.006 -0.022 0.005
Si -19.332 -5.763 2.743 -0.026 0.022 -0.045
Si -19.254 -1.83 2.877 -0.008 0.016 -0.001
Si 28.929 1.937 4.271 0.006 0.012 -0.005
Si 28.937 5.913 4.225 -0.014 -0.029 -0.022
Si 28.927 -5.714 4.165 0.008 0.005 0.023
Si 28.836 -1.905 4.332 0.03 0.015 0.02
Si 32.748 1.957 4.117 -0.014 0.038 -0.016
Si 32.747 5.765 4.247 0.008 -0.009 0.002
Si 32.741 -5.697 4.268 0.011 -0.008 0.061
Si 32.704 -1.801 4.25 -0.013 -0.048 0.026
Si -24.977 2.023 4.323 0.006 -0.069 -0.043
Si -25.006 5.99 4.126 0.007 -0.073 0.003
Si -25.038 -5.72 4.071 -0.026 0.037 0.019
Si -25.039 -1.965 4.289 -0.007 0.052 0.009
Si -21.124 1.912 4.053 0.002 0.016 0.001
Si -21.216 5.736 3.993 0.013 0.047 -0.032
Si -21.176 -5.716 4.208 -0.007 -0.001 0.042
Si -21.193 -1.809 4.207 -0.036 -0.031 0.007
Si 28.892 0.04 5.632 0.002 -0.001 0
Si 28.907 3.928 5.528 0.012 -0.021 -0.018
Si 28.907 -7.594 5.578 0.028 0.005 0.009
Si 28.875 -3.847 5.598 -0.002 0.009 -0.005
Si 32.733 0.104 5.579 0.02 -0.008 -0.004
Si 32.73 3.842 5.552 -0.005 0.001 -0.003
Si 32.725 -7.659 5.567 -0.006 0.025 -0.028
Si 32.721 -3.76 5.585 0 -0.007 -0.025
Si -24.993 0.028 5.588 0.028 -0.015 -0.048
Si -24.998 4.021 5.524 -0.007 0.027 -0.051
Si -25.009 -7.57 5.543 -0.001 0.024 -0.008
Si -25.029 -3.881 5.579 0.005 -0.027 0.003
Si -21.155 0.082 5.554 -0.014 -0.011 0.01
Si -21.181 3.853 5.422 -0.016 -0.012 -0.027
Si -21.176 -7.726 5.447 -0.004 0.019 -0.06
Si -21.174 -3.783 5.541 -0.008 0.002 -0.011
Si 30.822 0.064 6.952 0.014 0.007 0.037
Si 30.81 3.895 6.908 0.009 0.006 0.015
Si 30.817 -7.633 6.931 0.014 -0.011 0.033
Si 30.806 -3.803 6.936 0.004 -0.006 0.031
Si -26.908 0.058 6.947 -0.006 0.009 0.026
Si -26.904 3.911 6.908 -0.019 0.025 0.02
Si -26.915 -7.634 6.923 -0.008 -0.002 0.024
Si -26.93 -3.815 6.956 0.007 -0.009 0.019
Si -23.074 0.05 6.925 0.003 -0.013 0.023
Si -23.069 3.908 6.855 -0.004 -0.011 0.02
Si -23.067 -7.657 6.864 -0.004 0.003 0.029
Si -23.087 -3.832 6.909 0 0.014 0.039
Si -19.235 0.019 6.905 -0.012 0.01 0.044
Si -19.262 3.866 6.812 -0.006 -0.012 0.025
Si -19.275 -7.708 6.85 -0.016 -0.001 0.023
Si -19.259 -3.865 6.904 0.008 0.008 0.017
Si 30.805 1.976 13.73 0.011 0.003 -0.019
Si 30.743 5.8 13.769 -0.028 0.002 -0.015
Si 30.744 -5.75 13.732 -0.013 -0.002 -0.026
Si 30.78 -1.9 13.697 -0.011 0.007 -0.009
Si -26.947 1.968 13.747 -0.009 -0.009 -0.021
Si -26.941 5.809 13.79 0.02 -0.001 -0.004
Si -26.947 -5.753 13.76 0.019 0.019 -0.02
Si -26.938 -1.909 13.7 0.018 0.007 -0.026
Si -23.115 1.969 13.706 -0.007 -0.01 -0.017
Si -23.092 5.773 13.741 -0.019 0.017 -0.018
Si -23.109 -5.772 13.704 -0.007 0.022 -0.024
Si -23.114 -1.895 13.627 -0.001 -0.007 -0.026
Si -19.225 1.936 13.679 -0.004 -0.009 -0.013
Si -19.22 5.752 13.685 0.009 0.013 -0.012
Si -19.248 -5.769 13.667 0.01 0.006 -0.012
Si -19.213 -1.894 13.599 -0.001 -0.009 -0.022
Si 28.862 1.98 15.037 -0.021 -0.01 0.004
Si 28.788 5.802 15.112 0.006 0.008 0.037
Si 28.791 -5.727 15.057 -0.023 0.004 -0.006
Si 28.82 -1.904 14.993 -0.027 -0.001 0.02
Si 32.704 1.956 15.159 0.004 0.01 0.015
Si 32.664 5.787 15.153 0.003 -0.017 0.046
Si 32.659 -5.775 15.117 -0.009 -0.005 -0.006
Si 32.703 -1.906 15.078 0 0.001 0.034
Si -25.035 1.972 15.105 0.025 0.011 0.007
Si -24.999 5.79 15.144 -0.015 0.019 0.038
Si -25.012 -5.754 15.111 0.007 -0.012 -0.01
Si -25.007 -1.935 15.031 0.036 -0.011 0.028
Si -21.171 1.959 15.02 -0.002 -0.015 -0.002
Si -21.132 5.768 15.05 0.024 0.001 0.004
Si -21.176 -5.78 15.033 -0.009 0.002 -0.003
Si -21.161 -1.859 14.897 -0.005 -0.009 -0.031
Si 28.882 0.018 16.326 0.016 0.009 0.004
Si 28.858 3.858 16.479 0.007 0.012 -0.002
Si 28.689 -7.626 16.45 -0.01 0.014 -0.031
Si 28.77 -3.794 16.405 -0.005 0.011 -0.021
Si 32.721 -0.01 16.489 0.009 0.008 0.009
Si 32.714 3.877 16.567 0.024 -0.007 -0.022
Si 32.592 -7.684 16.529 -0.031 0.054 -0.008
Si 32.682 -3.834 16.441 0.012 -0.032 -0.028
Si -25.038 -0.016 16.362 -0.03 0.014 -0.016
Si -25.034 3.871 16.531 -0.005 -0.01 0.019
Si -25.015 -7.661 16.502 0.019 0.012 -0.027
Si -24.973 -3.818 16.459 -0.005 0.002 -0.027
Si -21.2 0.007 16.308 -0.001 -0.001 0.024
Si -21.116 3.85 16.415 -0.014 -0.007 0.017
Si -21.169 -7.712 16.416 0.005 0.021 -0.014
Si -21.175 -3.753 16.223 -0.012 0.029 -0.077
Si 30.755 -0.042 17.799 -0.005 0.023 0.016
Si 28.577 5.763 20.517 0.001 -0.134 -0.599
Si 30.579 -7.656 17.838 0.026 0.03 -0.008
Si 30.731 -3.762 17.764 -0.007 -0.072 0.02
Si 34.791 1.825 19.257 -0.026 0.04 -0.005
Si 34.623 3.867 18.016 -0.004 0.008 0.042
Si 34.487 5.849 19.421 -0.369 -0.11 -0.397
Si 34.816 -5.828 19.093 -0.211 0.017 -0.772
Si -23.001 1.872 19.03 0.048 0.008 -0.005
Si -23.073 5.783 19.155 -0.046 -0.01 0.007
Si -23.056 -7.636 17.845 -0.037 0.027 0.02
Si -22.964 -3.751 17.727 0.03 -0.09 0.031
Si -19.214 0.015 17.537 -0.009 -0.016 0.001
Si -19.182 3.787 17.785 -0.025 0.007 0.009
Si -19.866 -5.6 18.968 -0.225 -0.18 -0.498
Si -19.305 -3.79 17.589 0.008 -0.105 -0.023
Si -21.121 1.233 20.246 0.029 -0.203 -0.552
Si 30.57 5.826 19.225 0.038 -0.021 0.058
Si 28.019 -4.877 20.939 -0.011 0.207 -0.028
Si 30.733 -1.935 19.264 -0.004 0.038 0.081
Si 36.772 2.107 20.52 0.021 -0.283 -0.734
Si -24.495 5.27 20.967 0.297 0.188 -0.453
Si 36.576 -2.278 20.52 0.059 0.16 -0.733
Si 34.628 -2.005 19.212 -0.002 0.05 0.044
Si -23.132 -0.028 17.684 -0.034 -0.012 0.039
Si 34.568 -7.765 17.837 0.008 0.005 -0.002
Si -22.287 -5.662 18.944 0.236 -0.03 -0.572
Si 34.622 -3.865 17.793 -0.022 -0.053 0.024
Si -15.381 1.745 19.272 0.012 0.038 0.024
Si -19.212 5.762 19.052 0.029 -0.011 0.032
Si -24.383 -5.35 20.918 0.056 0.111 -0.104
Si -19.274 -1.855 18.904 0.033 -0.016 -0.006
Si 28.382 1.149 20.777 -0.409 0.034 -0.641
Si 30.772 3.85 17.917 0.009 -0.035 -0.002
Si 32.58 -6.134 21.26 0 -0.169 -0.115
Si 28.589 -1.912 20.306 0.079 -0.035 -0.633
Si 32.882 1.438 20.529 0.01 0.089 -0.729
Si 32.444 6.176 20.602 0.121 0.039 -0.803
Si 30.394 -5.65 19.09 0.19 -0.115 -0.746
Si 32.732 -1.72 20.623 -0.094 -0.199 -0.7
Si 34.685 -0.058 17.838 0.027 -0.031 -0.02
Si -23.033 3.865 17.778 0.01 0.002 0.017
Si -23.485 -6.146 23.499 -0.021 -0.056 -0.128
Si -21.319 -1.274 22.563 0.162 0.001 -0.643
Si -19.188 1.782 19.059 0.025 0.01 0.033
Si -21.116 5.692 20.334 0.025 0.001 -0.695
Si -19.262 -7.622 17.815 -0.033 0.025 0
Si -23.037 -1.858 19.174 -0.007 -0.054 0.011
Si 28.286 -7.336 22.627 -0.114 0.013 -0.095
Si -21.979 -3.749 24.296 0.048 0.074 0.02
Si -28.831 3.791 22.647 0.016 -0.016 -0.056
Si -27.338 -8.764 26.296 -0.067 -0.139 0.009
Si 32.637 -3.757 23.177 0.071 0.101 -0.241
Si -24.326 -0.183 22.632 -0.037 -0.004 -0.199
Si -23.791 -2.937 -1.213 -0.058 0.045 0.166
Si -25.54 -5.107 -7.563 0.042 -0.031 -0.095
Si -21.047 -1.174 20.271 -0.017 0.038 0.002
Si -19.797 -8.43 25.452 -0.137 0.02 -0.002
Si -21.662 3.105 -5.545 -0.062 0.076 -0.019
Si 30.775 4.112 -3.986 -0.184 -0.057 0.115
Si 30.293 3.951 24.642 -0.159 -0.032 -0.184
Si -25.284 -6.415 25.963 -0.054 0.104 -0.022
Si -20.214 -0.48 25.138 0.056 0.043 -0.1
Si -24.505 -7.425 -5.763 0.097 0.052 -0.021
Si -23.865 -0.033 1.719 -0.103 0.03 0.057
Si -20.8 -7.767 22.826 -0.017 -0.05 -0.104
Si 29.864 -4.052 -5.038 0.03 0.027 -0.024
Si -19.382 -8.536 -6.66 0.017 -0.003 -0.091
Si -15.709 -3.335 25.037 0.077 -0.069 -0.023
Si -20.516 4.455 -3.221 -0.063 -0.002 0.175
Si -18.326 -2.822 25.969 -0.108 0.008 -0.02
Si 28.423 -2.904 -7.252 0.048 0.001 -0.068
Si 31.776 -8.727 -5.165 0.029 0.048 0.045
Si 30.57 -6.418 -3.432 0.106 0.069 0.196
Si 30.13 2.131 -6.062 -0.002 0.068 -0.034
Si -21.105 3.299 22.394 -0.005 -0.099 -0.046
Si 30.778 1.918 2.805 0 -0.021 -0.081
Si -27.27 1.377 26.082 0.098 -0.019 -0.031
Si -25.759 2.857 -7.55 0.069 -0.008 0.063
Si -25.189 -0.86 25.508 -0.035 0.017 -0.096
Si -27.06 -3.02 -5.727 0.075 -0.035 0.008
Si -23.511 4.736 23.788 0.038 -0.054 -0.227
Si -18.039 3.401 22.654 -0.115 0.065 -0.265
Si 31.759 -0.185 26.435 -0.065 -0.018 -0.023
Si 26.81 -0.889 -3.732 0.072 0.114 0.128
Si -19.997 -5.412 25.977 0.003 0.059 0.07
Si 29.466 -8.493 25.086 -0.133 -0.071 -0.071
Si -26.501 4.023 24.587 -0.002 0.083 0.055
Si -26.654 -3.522 25.474 -0.011 -0.016 -0.016
Si 28.092 0.02 -6.397 -0.056 -0.025 -0.063
Si 34.156 -3.76 1.527 0.155 -0.003 0.84
Si -22.373 -9.553 -6.887 -0.041 -0.106 0.018
Si -24.424 -1.397 -5.28 0.064 0.005 -0.021
Si -24.376 1.718 -4.89 -0.034 -0.029 -0.117
Si -19.944 -7.857 -3.913 -0.016 -0.047 0.165
Si -28.118 -4.938 -3.591 -0.072 -0.047 -0.025
Si -20.292 0.426 -1.119 0.157 -0.005 0.079
Si -19.861 3.558 -0.58 0.508 0.081 0.597
Si -18.46 -7.033 -1.263 -0.138 0.041 0.216
Si -19.575 -3.722 1.567 0.164 -0.137 0.785
Si -15.053 -0.01 -1.396 -0.003 -0.08 0.174
Si -14.859 3.111 -1.36 0.075 0.112 0.203
Si -15.677 -8.012 -1.412 0.037 0.027 0.117
Si -16.771 -2.074 -3.03 0.047 0.009 0.185
Si -10.006 1.768 -2.124 -0.087 -0.132 0.195
Si -10.962 3.894 1.515 0.036 0.025 0.019
Si -11.04 -8.459 -1.197 0.016 -0.032 0.293
Si -11.137 -3.436 -1.363 0.055 0.013 0.164
Si -6.783 -3.083 -3.625 -0.073 0.044 -0.013
Si -6.844 4.841 -1.252 -0.218 -0.046 0.213
Si -4.735 -7.599 1.444 -0.166 -0.19 0.661
Si -7.083 -6.154 -3.889 -0.047 -0.065 0.258
Si -11.939 -0.355 -1.304 0.063 0.057 0.209
Si -16.15 3.813 1.39 -0.217 -0.022 0.682
Si -14.591 -7.816 1.552 0.118 0.024 0.741
Si -15.141 -3.946 1.566 -0.174 0.018 0.806
Si -10.892 0.058 1.64 0.341 -0.068 0.598
Si -11.811 3.921 -0.669 0.088 0.007 0.718
Si -12.169 -7.719 1.641 -0.238 -0.127 0.584
Si -11.645 -5.78 2.85 -0.022 0.028 -0.079
Si -7.834 0.146 -0.621 0.025 -0.047 0.683
Si -8.476 4.023 1.366 -0.214 -0.032 0.567
Si -7.993 -7.73 -1.316 0.026 0.107 0.024
Si -7.445 -3.702 1.622 -0.223 -0.011 0.793
Si -3.188 -0.062 1.336 0.268 0.085 0.575
Si -3.14 3.798 1.316 0.063 0.056 0.026
Si -7.166 -7.482 1.59 0.261 -0.281 0.516
Si -2.337 -4.141 -0.73 0.057 -0.075 0.191
Si -16.137 -0.163 1.524 -0.299 0.162 0.65
Si -15.434 5.691 2.713 0.016 -0.014 -0.016
Si -15.348 -5.913 2.795 0.036 0.015 -0.056
Si -15.521 -1.994 2.862 0.035 0.006 -0.04
Si -11.455 1.991 2.834 0.021 -0.02 -0.056
Si -11.564 5.745 2.841 -0.052 0.009 0.011
Si -11.192 -7.391 -4.036 0.137 0.012 0.195
Si -11.546 -1.909 2.796 -0.016 -0.026 -0.035
Si -7.838 2.091 2.691 -0.058 0.03 -0.046
Si -7.801 5.871 2.686 0.019 0.045 0.004
Si -7.723 -5.655 2.911 0.032 0.004 -0.062
Si -7.784 -1.781 2.888 0.041 -0.028 -0.041
Si -3.765 1.892 2.593 0.004 -0.013 -0.076
Si -3.886 5.773 2.495 -0.031 -0.016 -0.027
Si -3.968 -5.788 2.754 -0.043 0.02 -0.047
Si -3.878 -1.838 2.778 -0.009 -0.009 -0.013
Si -17.319 1.89 4.162 -0.014 0.008 0.021
Si -17.394 5.856 4.04 -0.03 -0.053 -0.052
Si -17.354 -5.841 4.062 -0.001 0.057 0.009
Si -17.376 -1.996 4.271 0.003 0.005 0.01
Si -13.522 1.917 3.997 -0.039 0.012 0.003
Si -13.53 5.633 4.141 0.003 0.036 -0.027
Si -13.515 -5.796 4.257 0.002 -0.039 0.045
Si -13.514 -1.882 4.125 -0.006 -0.045 -0.008
Si -9.607 2.01 4.257 0.026 0.008 -0.015
Si -9.639 5.875 4.174 0.009 -0.051 -0.013
Si -9.689 -5.751 4.167 0 0.015 0.006
Si -9.683 -1.957 4.238 0.011 0.023 -0.009
Si -5.785 1.962 3.911 0.013 -0.019 -0.015
Si -5.792 5.706 3.97 -0.002 0.093 -0.078
Si -5.794 -5.698 4.238 0.013 -0.014 0.045
Si -5.8 -1.784 4.149 -0.012 -0.038 0.008
Si -17.32 -0.018 5.549 0.002 0.014 -0.01
Si -17.354 3.888 5.426 0.026 -0.002 -0.062
Si -17.358 -7.7 5.493 0.033 -0.005 0.013
Si -17.354 -3.949 5.525 -0.009 -0.013 0.008
Si -13.498 0.039 5.457 0.003 -0.009 -0.01
Si -13.515 3.758 5.494 0.029 0.003 0.014
Si -13.504 -7.785 5.498 0.003 0.04 0.011
Si -13.504 -3.818 5.52 0.003 -0.009 -0.021
Si -9.642 0.02 5.53 0.014 0.009 -0.033
Si -9.625 3.939 5.545 -0.026 0.005 -0.018
Si -9.649 -7.646 5.549 -0.016 -0.011 0.005
Si -9.659 -3.867 5.566 -0.002 0.007 0.015
Si -5.799 0.122 5.448 -0.013 0.011 0.02
Si -5.777 3.826 5.375 -0.017 0.016 0.002
Si -5.794 -7.746 5.408 -0.012 0.037 -0.024
Si -5.782 -3.75 5.511 0.006 -0.009 0.008
Si -15.387 0.005 6.872 0.005 0.012 0.033
Si -15.442 3.842 6.833 0.001 -0.008 0.019
Si -15.425 -7.724 6.852 0.02 -0.006 0.02
Si -15.42 -3.866 6.877 0.001 -0.005 0.022
Si -11.582 0.02 6.849 -0.017 0.009 0.028
Si -11.578 3.84 6.85 -0.01 -0.006 0.046
Si -11.587 -7.723 6.869 -0.03 -0.012 0.031
Si -11.59 -3.855 6.893 -0.003 -0.014 0.024
Si -7.7 0.019 6.847 0.017 0.009 0.032
Si -7.664 3.854 6.821 -0.008 -0.014 0.025
Si -7.684 -7.712 6.831 0.025 -0.002 0.014
Si -7.702 -3.846 6.871 0 0.004 0.032
Si -3.871 -0.01 6.802 0 0.008 0.036
Si -3.851 3.82 6.738 0.001 0.001 0.026
Si -3.868 -7.746 6.766 -0.014 -0.004 0.017
Si -3.835 -3.882 6.806 0.004 0.004 0.019
Si -15.338 1.92 13.686 0.002 0.004 -0.02
Si -15.384 5.74 13.721 -0.023 0.002 -0.016
Si -15.375 -5.801 13.671 -0.007 -0.001 -0.027
Si -15.345 -1.948 13.642 -0.007 0.01 -0.022
Si -11.538 1.908 13.674 -0.01 -0.011 -0.014
Si -11.527 5.732 13.723 0.022 0.008 -0.003
Si -11.508 -5.831 13.667 0.021 0.015 -0.023
Si -11.51 -1.968 13.609 0.013 0.012 -0.025
Si -7.696 1.897 13.624 -0.002 -0.011 -0.017
Si -7.671 5.695 13.648 -0.017 0.019 -0.017
Si -7.679 -5.849 13.618 -0.007 0.013 -0.023
Si -7.703 -1.967 13.547 -0.009 -0.003 -0.021
Si -3.794 1.878 13.585 0 -0.006 -0.015
Si -3.765 5.709 13.617 0.022 0.002 -0.022
Si -3.777 -5.845 13.614 0.008 0.012 -0.016
Si -3.762 -1.977 13.54 0.009 -0.006 -0.011
Si -17.269 1.934 15.012 -0.01 -0.011 0.002
Si -17.32 5.741 15.08 0.007 -0.002 0.039
Si -17.316 -5.767 15.006 -0.021 0.012 -0.013
Si -17.29 -1.925 14.951 -0.018 0.006 0.019
Si -13.427 1.906 15.094 0.002 0.014 0.018
Si -13.464 5.702 15.1 -0.002 -0.004 0.051
Si -13.438 -5.849 15.022 -0.024 -0.009 -0.01
Si -13.402 -1.947 14.991 -0.012 -0.013 0.022
Si -9.614 1.885 15.023 0.03 0.014 0.005
Si -9.571 5.704 15.064 -0.015 0.021 0.037
Si -9.575 -5.847 15.033 -0.019 -0.011 -0.009
Si -9.591 -2.024 14.965 0.028 -0.022 0.027
Si -5.74 1.88 14.928 -0.004 -0.013 -0.003
Si -5.701 5.678 14.944 0.019 0 -0.014
Si -5.73 -5.878 14.935 -0.014 -0.006 0.003
Si -5.734 -1.937 14.795 0.017 0.006 -0.037
Si -17.242 -0.014 16.302 0.031 0.016 -0.004
Si -17.256 3.799 16.449 0.009 0.018 -0.009
Si -17.388 -7.674 16.374 -0.003 0.013 -0.032
Si -17.308 -3.821 16.325 -0.012 -0.009 -0.031
Si -13.401 -0.055 16.409 -0.001 0.006 0.006
Si -13.449 3.799 16.539 0.007 -0.008 -0.004
Si -13.495 -7.755 16.439 -0.009 0.066 -0.02
Si -13.363 -3.894 16.308 0.043 -0.025 -0.04
Si -9.626 -0.1 16.291 -0.024 -0.018 -0.016
Si -9.615 3.779 16.448 -0.009 0.004 0.013
Si -9.541 -7.755 16.431 0.023 -0.009 -0.025
Si -9.523 -3.924 16.392 0 0.012 -0.019
Si -5.764 -0.077 16.211 0.006 -0.004 -0.008
Si -5.672 3.77 16.323 -0.005 -0.022 0.013
Si -5.701 -7.822 16.316 -0.02 0.03 -0.02
Si -5.721 -3.845 16.099 -0.03 0.031 -0.063
Si -15.35 -0.048 17.729 -0.026 -0.016 -0.017
Si -17.464 5.833 20.579 0.071 -0.139 -0.69
Si -15.502 -7.73 17.731 0.038 0.024 0.006
Si -15.311 -3.81 17.571 -0.009 -0.054 0.009
Si -11.476 1.732 19.225 0.011 0.025 -0.009
Si -11.515 3.755 17.936 0.019 -0.007 0.05
Si -11.64 5.726 19.316 -0.396 -0.109 -0.4
Si -11.2 -5.961 19.013 -0.32 0.056 -0.775
Si -7.641 1.768 18.901 0.021 -0.006 0.012
Si -7.615 5.665 19.083 -0.056 -0.001 0.01
Si -7.561 -7.735 17.78 -0.041 0.022 0.039
Si -7.481 -3.875 17.626 -0.005 -0.127 0.019
Si -3.757 -0.059 17.408 -0.032 0.008 -0.017
Si -3.726 3.704 17.692 0.027 -0.009 0.022
Si -4.276 -5.744 18.783 -0.324 -0.152 -0.514
Si -3.83 -3.896 17.429 -0.023 -0.078 -0.03
Si -5.748 1.136 20.082 0.034 -0.172 -0.683
Si -15.552 5.788 19.168 0.029 -0.053 0.056
Si -17.784 -4.781 20.898 -0.105 0.192 -0.024
Si -15.324 -2 19.049 0.01 0.078 0.074
Si -9.432 1.988 20.4 -0.036 -0.277 -0.782
Si -9.097 5.149 20.848 0.322 0.217 -0.48
Si -9.524 -2.384 20.404 0.067 0.179 -0.756
Si -11.489 -2.092 19.132 0.002 0.02 0.046
Si -7.698 -0.148 17.58 -0.019 0.015 0.018
Si -11.523 -7.874 17.747 0.008 -0.003 -0.011
Si -6.723 -5.762 18.865 0.191 -0.053 -0.616
Si -11.483 -3.971 17.738 -0.013 -0.065 0.006
Si -0.019 1.745 19.151 -0.063 0.027 0.083
Si -3.747 5.637 19.009 0.063 -0.011 0.102
Si -8.861 -5.438 20.749 0.075 0.138 -0.097
Si -3.775 -1.964 18.721 0.016 -0.015 0.056
Si -17.38 1.225 20.48 0.102 0.214 -0.844
Si -15.393 3.76 17.931 -0.007 -0.014 -0.004
Si -13.381 -6.336 21.092 0.037 -0.215 -0.17
Si -17.359 -1.861 20.198 0.04 -0.053 -0.641
Si -13.411 1.325 20.541 -0.008 0.147 -0.78
Si -13.676 6.004 20.504 0.186 0.024 -0.781
Si -15.554 -5.687 18.885 0.063 -0.187 -0.702
Si -13.433 -1.827 20.475 0.019 -0.117 -0.724
Si -11.46 -0.133 17.773 0.044 -0.025 0.013
Si -7.603 3.772 17.676 0.003 -0.007 0.033
Si -8.142 -6.287 23.376 0.039 -0.072 -0.169
Si -5.97 -1.358 22.9 -0.003 0.002 -0.015
Si -3.786 1.696 18.948 -0.02 0.034 0.032
Si -5.672 5.602 20.298 0.035 -0.032 -0.677
Si -3.772 -7.782 17.693 -0.004 0.022 0.01
Si -7.581 -1.991 19.065 0.011 -0.034 0.006
Si -17.853 -7.109 22.541 -0.024 -0.105 -0.139
Si -6.88 -3.88 24.541 0.12 0.016 -0.044
Si -13.489 3.685 22.618 -0.028 -0.01 -0.11
Si -12.119 -8.713 26.147 -0.053 -0.167 -0.001
Si -13.64 -3.967 22.93 0.037 0.116 -0.245
Si -8.894 -0.291 22.496 -0.089 0.007 -0.136
Si -8.335 -2.853 -1.202 0 0.018 0.267
Si -7.064 5.595 26.384 0.077 -0.04 -0.102
Si -5.551 -1.264 20.042 -0.236 0.215 -0.617
Si -4.49 -8.613 25.325 -0.093 -0.06 -0.046
Si -6.331 1.83 -5.321 -0.029 -0.024 0.09
Si -15.403 5.066 -3.545 -0.087 0.069 0.008
Si -15.841 3.862 24.728 -0.067 -0.037 -0.12
Si -10.059 -6.411 25.748 0.003 0.077 -0.06
Si -4.981 -0.761 25.502 -0.018 0.026 -0.044
Si -9.026 -7.288 -5.861 -0.013 -0.045 0.03
Si -8.426 0.103 1.616 -0.053 0.008 0.045
Si -5.404 -7.815 22.73 -0.032 -0.073 -0.125
Si -16.335 -4.139 -5.148 -0.011 0.031 -0.041
Si -3.987 -8.69 -6.688 0.024 -0.02 -0.059
Si -0.224 -3.206 25.025 0.121 -0.094 0.002
Si -6.272 4.547 -4.086 0.057 0.104 0.04
Si -2.901 -3.053 25.812 -0.079 0.088 0.055
Si -17.965 -3.162 -7.193 -0.014 -0.02 -0.124
Si -13.753 -8.663 -5.245 -0.074 0.02 0.103
Si -15.054 -6.306 -3.816 0.062 -0.14 0.076
Si -16.922 2.048 -7.095 -0.056 0.006 -0.117
Si -5.805 3.12 22.344 -0.026 -0.021 -0.08
Si -15.511 1.866 2.633 -0.003 -0.02 -0.085
Si -11.611 1.496 26.267 0.072 -0.027 -0.073
Si -10.818 2.653 -7.409 0.069 -0.004 -0.009
Si -9.995 -0.899 25.306 0.024 0.032 -0.062
Si -11.566 -2.944 -6.129 0.069 -0.04 0.007
Si -8.228 4.525 23.664 0.002 -0.06 -0.252
Si -2.826 3.231 22.737 -0.005 -0.035 -0.3
Si -17.098 4.996 -6.035 -0.031 0.017 0.04
Si -19.665 -1.043 -3.848 -0.089 0.113 0.203
Si -4.54 -5.521 25.925 -0.093 0.006 0.034
Si -16.939 -8.667 25.149 -0.07 -0.072 -0.109
Si -11.23 4.027 24.518 0.102 0.104 0.001
Si -11.457 -3.56 25.227 -0.042 -0.024 0.004
Si -18.536 -0.292 -6.511 -0.068 -0.036 0.038
Si -11.998 -3.865 1.529 0.201 0.062 0.831
Si -7.065 -9.514 -6.662 0.027 -0.026 0.12
Si -8.867 -1.445 -5.359 0.04 -0.004 -0.01
Si -9.341 1.554 -4.974 0.053 -0.094 -0.077
Si -4.621 -8.178 -3.915 -0.084 0.002 0.124
Si -12.326 -4.698 -3.805 0.085 -0.006 0.002
Si -0.025 -2.013 8.091 0.011 0.01 -0.019
Si -0.022 1.882 8.09 -0.012 -0.009 -0.019
Si -0.012 -9.687 8.081 0.007 0.019 -0.02
Si -0.009 -5.838 8.092 0.008 0.003 -0.024
Si 3.797 -1.994 8.056 -0.013 -0.003 -0.017
Si 3.817 1.851 8.051 0.013 0.02 -0.012
Si 3.816 -9.689 8.047 -0.003 -0.005 -0.02
Si 3.803 -5.848 8.045 -0.018 0.003 -0.016
Si 7.684 -1.952 8.008 -0.001 -0.011 -0.016
Si 7.675 1.902 8.009 -0.023 0.005 -0.014
Si 7.694 -9.659 8.002 -0.014 0.002 -0.02
Si 7.701 -5.821 8.015 0.012 -0.01 -0.013
Si 11.56 -1.929 8.011 0.006 -0.002 -0.011
Si 11.558 1.915 7.995 0.017 -0.017 -0.018
Si 11.561 -9.664 7.992 0.017 0.004 -0.017
Si 11.54 -5.808 8.007 0.002 -0.009 -0.014
Si 15.406 -1.927 8.029 0 -0.002 -0.019
Si 15.401 1.921 8.03 -0.014 -0.004 -0.02
Si 15.413 -9.635 8.023 -0.008 0.011 -0.016
Si 15.411 -5.766 8.045 0 0.003 -0.012
Si 19.256 -1.923 8.069 0 -0.003 -0.022
Si 19.273 1.927 8.064 0.018 0.008 -0.028
Si 19.265 -9.608 8.066 0.008 -0.005 -0.022
Si 19.251 -5.778 8.08 -0.014 0 -0.014
Si 23.108 -1.899 8.128 0.013 -0.003 -0.021
Si 23.094 1.979 8.136 -0.009 0 -0.02
Si 23.127 -9.569 8.121 -0.014 0.007 -0.021
Si 23.125 -5.739 8.15 0.019 -0.015 -0.023
Si 26.938 -1.868 8.238 0.021 0.004 -0.01
Si 26.941 1.988 8.224 0.013 -0.011 -0.013
Si 26.949 -9.578 8.206 0.018 0.014 -0.015
Si 26.922 -5.732 8.239 0 -0.005 -0.012
Si 30.809 -1.877 8.282 0.007 -0.003 -0.017
Si 30.8 1.991 8.286 -0.021 0.001 -0.013
Si 30.807 -9.569 8.266 -0.016 0.018 -0.013
Si 30.808 -5.725 8.292 0.004 0.005 -0.016
Si -26.919 -1.879 8.291 0.016 -0.002 -0.014
Si -26.908 1.994 8.281 0.029 0.003 -0.023
Si -26.927 -9.563 8.275 -0.016 0.001 -0.021
Si -26.941 -5.739 8.305 -0.018 -0.002 -0.019
Si -23.086 -1.895 8.262 -0.005 -0.009 -0.01
Si -23.098 1.993 8.246 -0.017 -0.011 -0.011
Si -23.077 -9.575 8.241 -0.012 -0.002 -0.02
Si -23.067 -5.759 8.262 0.016 -0.001 -0.021
Si -19.236 -1.92 8.25 0.007 -0.002 -0.01
Si -19.242 1.962 8.226 0.002 -0.015 -0.017
Si -19.255 -9.624 8.218 0.015 0.013 -0.016
Si -19.268 -5.798 8.244 -0.017 -0.007 -0.016
Si -15.401 -1.931 8.226 0.006 0 -0.018
Si -15.41 1.934 8.219 -0.019 0.004 -0.018
Si -15.411 -9.638 8.22 -0.002 0.016 -0.014
Si -15.393 -5.802 8.222 0.013 0.002 -0.021
Si -11.565 -1.915 8.214 0 0.006 -0.016
Si -11.56 1.929 8.217 0.013 0.017 -0.017
Si -11.573 -9.639 8.225 -0.005 0.005 -0.014
Si -11.581 -5.8 8.225 -0.017 -0.011 -0.017
Si -7.696 -1.917 8.209 0.002 -0.007 -0.008
Si -7.699 1.938 8.199 -0.015 -0.005 -0.011
Si -7.68 -9.629 8.198 0.002 -0.008 -0.011
Si -7.678 -5.797 8.2 0.026 0.005 -0.016
Si -3.846 -1.95 8.16 0.007 -0.006 -0.011
Si -3.839 1.916 8.144 0.013 -0.013 -0.015
Si -3.851 -9.663 8.133 0.003 0.01 -0.013
Si -3.865 -5.826 8.142 -0.012 -0.005 -0.02
Si 1.898 -1.996 9.438 -0.006 -0.007 0.025
Si 1.913 1.879 9.435 0.017 0.012 0.019
Si 1.915 -9.667 9.43 0.012 0.008 0.015
Si 1.914 -5.849 9.445 -0.001 0.008 0.019
Si 5.752 -1.963 9.369 -0.008 0.019 0.02
Si 5.751 1.893 9.379 -0.025 0 0.025
Si 5.764 -9.664 9.367 -0.004 -0.024 0.015
Si 5.757 -5.825 9.365 -0.006 0.012 0.005
Si 9.622 -1.943 9.347 0.01 -0.011 0.013
Si 9.621 1.914 9.342 0.011 -0.009 0.01
Si 9.631 -9.639 9.347 -0.008 0.011 0.018
Si 9.624 -5.8 9.37 -0.001 -0.003 0.028
Si 13.48 -1.915 9.373 0.011 0.022 0.021
Si 13.474 1.93 9.366 0.004 -0.004 0.025
Si 13.479 -9.629 9.362 -0.001 -0.013 0.016
Si 13.468 -5.773 9.369 0.012 0.008 0.015
Si 17.317 -1.918 9.406 -0.016 -0.002 0.015
Si 17.325 1.945 9.396 -0.002 0.009 0.014
Si 17.321 -9.601 9.403 -0.004 0.012 0.018
Si 17.318 -5.771 9.424 -0.005 0.011 0.017
Si 21.16 -1.899 9.457 -0.008 0.012 0.017
Si 21.155 1.966 9.469 -0.016 0.006 0.022
Si 21.172 -9.588 9.447 -0.005 -0.022 0.013
Si 21.161 -5.756 9.462 -0.006 0.001 0.009
Si 24.993 -1.885 9.549 -0.006 -0.018 0.018
Si 24.995 1.978 9.538 -0.002 -0.005 0.012
Si 25.013 -9.57 9.54 -0.004 0.003 0.018
Si 24.998 -5.739 9.573 0.005 0.002 0.031
Si 28.867 -1.873 9.604 0.014 0.012 0.016
Si 28.861 1.981 9.604 0.003 -0.011 0.018
Si 28.864 -9.577 9.591 0.012 -0.015 0.014
Si 28.855 -5.731 9.601 0.014 -0.001 0.007
Si -28.835 -1.887 9.659 -0.013 -0.016 0.017
Si -28.831 1.988 9.651 -0.007 0.002 0.017
Si -28.839 -9.566 9.65 0.015 0.014 0.014
Si -28.847 -5.746 9.677 0.002 0.006 0.02
Si -25.001 -1.889 9.642 0.002 0.01 0.027
Si -25.002 1.982 9.638 -0.009 -0.001 0.029
Si -25.001 -9.585 9.62 -0.006 -0.02 0.01
Si -24.999 -5.758 9.628 -0.006 0.008 0.005
Si -21.162 -1.909 9.613 -0.008 -0.022 0.012
Si -21.167 1.963 9.591 -0.004 0.004 0.01
Si -21.162 -9.599 9.606 -0.004 0.003 0.022
Si -21.164 -5.778 9.633 0.009 0.002 0.026
Si -17.309 -1.922 9.603 0 0.02 0.017
Si -17.317 1.937 9.588 0.012 0.003 0.014
Si -17.328 -9.631 9.585 0.007 -0.016 0.018
Si -17.319 -5.795 9.581 0.01 0.006 0.005
Si -13.474 -1.94 9.587 -0.003 -0.007 0.015
Si -13.478 1.93 9.582 0.005 0.006 0.016
Si -13.487 -9.633 9.589 0.015 0.014 0.013
Si -13.483 -5.811 9.602 -0.002 0.003 0.009
Si -9.629 -1.933 9.561 0.003 0.013 0.019
Si -9.627 1.923 9.555 -0.004 -0.009 0.021
Si -9.621 -9.652 9.548 -0.01 -0.033 0.002
Si -9.624 -5.817 9.545 -0.013 -0.008 -0.006
Si -5.758 -1.962 9.546 -0.003 -0.027 0.014
Si -5.753 1.903 9.529 0.006 -0.004 0.012
Si -5.748 -9.649 9.538 -0.002 0.003 0.017
Si -5.754 -5.823 9.55 -0.005 -0.01 0.022
Si -1.911 -1.979 9.502 0.017 0.012 0.026
Si -1.909 1.89 9.489 0.016 0.015 0.017
Si -1.912 -9.676 9.476 0.005 -0.014 0.016
Si -1.918 -5.835 9.474 0.015 0.012 0.011
Si 1.915 -0.058 10.777 -0.015 -0.006 -0.019
Si 1.932 3.81 10.792 -0.007 0.015 -0.018
Si 1.929 -7.762 10.813 -0.012 0.007 -0.027
Si 1.917 -3.92 10.789 0.003 -0.003 -0.022
Si 5.746 -0.034 10.719 0.011 0.013 -0.016
Si 5.753 3.819 10.74 0.001 0.01 -0.01
Si 5.763 -7.742 10.737 -0.001 -0.031 -0.025
Si 5.751 -3.894 10.72 0.013 -0.002 -0.018
Si 9.628 -0.011 10.694 -0.007 -0.011 -0.008
Si 9.625 3.834 10.709 -0.006 -0.002 -0.016
Si 9.63 -7.722 10.724 0.011 0.005 -0.008
Si 9.622 -3.86 10.704 0.013 -0.014 -0.003
Si 13.485 0.015 10.717 -0.002 0.004 -0.018
Si 13.477 3.849 10.728 0.008 -0.009 -0.029
Si 13.476 -7.7 10.719 -0.008 -0.011 -0.022
Si 13.47 -3.841 10.722 -0.014 0.013 -0.017
Si 17.307 0.02 10.751 0.015 -0.015 -0.022
Si 17.31 3.872 10.764 0.01 0.009 -0.018
Si 17.301 -7.69 10.787 -0.008 0.006 -0.024
Si 17.304 -3.838 10.765 0.008 -0.012 -0.017
Si 21.138 0.036 10.808 0.024 0.014 -0.018
Si 21.138 3.896 10.826 0.004 0.009 -0.013
Si 21.144 -7.679 10.83 -0.003 -0.026 -0.023
Si 21.135 -3.826 10.817 0.008 -0.001 -0.018
Si 24.992 0.051 10.893 0.001 -0.004 -0.008
Si 24.998 3.897 10.901 -0.014 0.001 -0.013
Si 24.999 -7.666 10.925 -0.006 0.009 -0.008
Si 24.988 -3.806 10.908 0.007 -0.009 -0.003
Si 28.881 0.053 10.952 -0.006 0.006 -0.021
Si 28.867 3.898 10.966 -0.004 -0.004 -0.022
Si 28.859 -7.659 10.96 -0.006 -0.009 -0.016
Si 28.857 -3.807 10.956 -0.006 0.013 -0.016
Si -28.841 0.051 11 0.008 0 -0.016
Si -28.844 3.907 11.019 0.002 0.021 -0.019
Si -28.854 -7.666 11.039 -0.017 0.009 -0.02
Si -28.851 -3.818 11.012 0.01 -0.018 -0.012
Si -25.019 0.049 10.981 0.009 0.018 -0.021
Si -25.021 3.897 11.006 -0.003 0.006 -0.02
Si -25.013 -7.677 11.001 -0.003 -0.014 -0.027
Si -25.015 -3.834 10.983 0.005 0.003 -0.015
Si -21.17 0.037 10.951 -0.004 0.005 -0.021
Si -21.171 3.869 10.971 -0.006 0.002 -0.021
Si -21.165 -7.699 10.996 -0.001 0.004 -0.013
Si -21.167 -3.84 10.965 0.004 -0.013 -0.006
Si -17.295 0.015 10.946 -0.016 0.015 -0.02
Si -17.308 3.846 10.962 0.002 -0.01 -0.018
Si -17.311 -7.712 10.955 0.006 -0.014 -0.018
Si -17.307 -3.867 10.941 0.006 0 -0.017
Si -13.461 -0.005 10.934 -0.012 0.002 -0.018
Si -13.465 3.843 10.959 -0.005 0.018 -0.014
Si -13.467 -7.729 10.971 -0.006 0.003 -0.022
Si -13.462 -3.878 10.935 0.009 -0.013 -0.017
Si -9.625 -0.003 10.905 0.008 0.03 -0.021
Si -9.626 3.83 10.929 0 0.009 -0.02
Si -9.616 -7.742 10.919 0.008 -0.02 -0.019
Si -9.619 -3.891 10.895 0.001 0.012 -0.012
Si -5.748 -0.027 10.892 0.01 0.002 -0.01
Si -5.749 3.816 10.901 -0.001 0.008 -0.009
Si -5.741 -7.746 10.92 0.003 0.007 -0.006
Si -5.75 -3.898 10.898 0.005 -0.01 -0.003
Si -1.884 -0.036 10.839 -0.002 0.02 -0.021
Si -1.895 3.804 10.857 0.006 -0.012 -0.021
Si -1.892 -7.757 10.846 0.003 0.001 -0.022
Si -1.902 -3.923 10.849 -0.021 -0.007 -0.018
Si 0.043 -0.041 12.195 0.013 -0.001 0.026
Si 0.046 3.812 12.196 0.016 0.024 0.019
Si 0.035 -7.768 12.21 0.01 -0.007 0.018
Si 0.037 -3.943 12.197 0.025 0.002 0.018
Si 3.843 -0.056 12.115 0.012 0.008 0.018
Si 3.853 3.842 12.143 0.005 -0.009 0.021
Si 3.866 -7.744 12.149 -0.01 0.021 0.017
Si 3.844 -3.9 12.122 -0.017 -0.002 0.009
Si 7.688 -0.006 12.028 0.002 -0.006 0.01
Si 7.696 3.832 12.055 -0.01 -0.009 0.011
Si 7.698 -7.725 12.073 0.001 0.003 0.009
Si 7.689 -3.865 12.042 0.003 0.003 0.008
Si 11.561 0.023 12.047 0.028 -0.004 0.011
Si 11.551 3.855 12.068 0.001 0 0.025
Si 11.563 -7.691 12.077 0.001 -0.003 0.022
Si 11.544 -3.826 12.061 -0.003 0.003 0.019
Si 15.385 0.039 12.106 -0.018 0.002 0.016
Si 15.38 3.873 12.112 -0.005 0.009 0.023
Si 15.364 -7.69 12.127 0.003 0.001 0.023
Si 15.377 -3.833 12.108 0.008 -0.001 0.016
Si 19.199 0.032 12.146 -0.014 0.011 0.013
Si 19.197 3.914 12.167 -0.008 -0.003 0.018
Si 19.204 -7.679 12.177 -0.009 0.015 0.02
Si 19.195 -3.828 12.158 -0.022 0 0.015
Si 23.03 0.058 12.198 -0.016 -0.007 0.016
Si 23.042 3.901 12.21 -0.002 -0.005 0.014
Si 23.038 -7.676 12.232 0.018 -0.002 0.016
Si 23.03 -3.818 12.21 0.012 0.001 0.011
Si 26.933 0.055 12.247 0.006 -0.009 0.007
Si 26.923 3.893 12.277 -0.004 -0.011 0.014
Si 26.926 -7.659 12.294 -0.007 -0.005 0.013
Si 26.911 -3.802 12.271 -0.016 -0.003 0.01
Si 30.784 0.049 12.359 -0.005 -0.003 0.015
Si 30.773 3.899 12.368 0.004 -0.008 0.019
Si 30.754 -7.676 12.377 0.026 0.014 0.016
Si 30.765 -3.827 12.352 0.024 -0.016 0.003
Si -26.928 0.044 12.371 0 -0.003 0.017
Si -26.935 3.9 12.396 -0.01 0.004 0.022
Si -26.926 -7.674 12.394 -0.013 0.004 0.015
Si -26.933 -3.84 12.366 -0.025 -0.017 0.007
Si -23.099 0.054 12.32 -0.006 -0.016 0.015
Si -23.093 3.881 12.344 0.002 -0.004 0.022
Si -23.095 -7.7 12.36 0.02 -0.007 0.015
Si -23.093 -3.85 12.328 0.019 0.004 0.003
Si -19.225 0.039 12.282 0.009 -0.011 0.005
Si -19.235 3.849 12.312 -0.002 0 0.014
Si -19.224 -7.704 12.33 -0.008 -0.006 0.011
Si -19.233 -3.85 12.297 -0.02 0.006 0.006
Si -15.365 0 12.311 0.006 0 0.02
Si -15.379 3.84 12.327 0.01 0 0.021
Si -15.39 -7.734 12.332 0.019 0.015 0.015
Si -15.374 -3.878 12.299 0.011 -0.015 0.003
Si -11.529 -0.01 12.291 0.005 -0.005 0.013
Si -11.536 3.834 12.319 0.003 -0.001 0.015
Si -11.523 -7.754 12.315 -0.031 0.011 0.008
Si -11.53 -3.906 12.282 -0.031 -0.02 0.005
Si -7.695 -0.016 12.239 -0.004 -0.018 0.012
Si -7.685 3.807 12.255 -0.002 -0.013 0.014
Si -7.684 -7.77 12.27 0.007 -0.012 0.007
Si -7.688 -3.919 12.242 0.014 -0.005 0.007
Si -3.79 -0.037 12.211 0.022 -0.011 0.012
Si -3.803 3.803 12.235 0.003 0.005 0.01
Si -3.787 -7.758 12.246 -0.016 -0.015 0.008
Si -3.805 -3.925 12.231 -0.01 0.004 0.016
O 11.072 -0.148 -0.238 -0.115 -0.474 -0.26
O 11.651 -7.387 -0.187 0.374 -0.005 -0.272
O -2.036 -7.912 -0.654 -0.243 0.075 0.309
O -2.089 -3.052 -1.896 -0.351 0.023 -0.199
O 12.12 -3.737 0.117 -0.01 0.336 -0.414
O 2.031 -0.436 -0.707 0.039 -0.209 0.227
O -0.149 3.515 -0.212 0.221 0.305 -0.14
O -0.042 -1.408 -1.954 0.009 -0.062 -0.375
O 0.489 -8.321 -0.244 0.123 -0.194 -0.367
O 14.748 -4.153 0.06 0.079 -0.196 -0.29
O 1.691 -3.915 0.806 0.018 0.137 -0.299
O 5.485 3.764 1.029 0.213 -0.118 -0.103
O 2.933 3.797 0.292 -0.42 -0.238 0.038
O 5.563 -9.182 -0.909 0.065 -0.518 -0.019
O 4.202 -3.959 -0.049 0.314 -0.388 -0.025
O 5.835 -3.763 -2.111 -0.066 -0.132 -0.392
O 7.482 -0.209 -0.137 0.205 -0.19 -0.152
O 9.213 1.404 -1.317 -0.284 0.576 -0.078
O 7.669 3.372 -0.132 -0.082 -0.582 -0.294
O 10.113 4.109 -0.191 0.252 0.098 0.504
O 7.041 -7.374 0.225 -0.294 0.598 -0.224
O 9.515 -7.638 1.124 -0.113 -0.4 0.028
O 7.213 -3.972 0.047 -0.418 -0.143 -0.204
O 9.639 -3.894 0.976 0.07 -0.096 -0.487
O -0.685 5.425 20.3 0.159 -0.178 0.277
O 1.865 5.654 19.76 0.355 -0.328 -0.189
O 3.792 -9.615 21.682 -0.089 0.107 0.539
O 3.135 -5.891 20.112 -0.057 -0.001 -0.077
O 5.656 -5.821 19.447 0.126 -0.217 -0.471
O 8.049 -5.382 20.268 0.469 0.265 0.51
O 6.254 -6.183 21.972 -0.492 -0.043 0.122
O 11.869 -5.319 20.01 -0.323 0.013 -0.073
O -4.295 -0.137 -2.762 0.507 0.006 -0.126
O -4.308 2.147 -1.401 -0.027 0.12 -0.514
O -2.949 4.392 -1.957 -0.061 0.214 -0.298
O 11.324 -7.037 -2.805 -0.104 0.335 -0.316
O -2.004 5.018 -4.369 -0.507 0.446 0.052
O 13.074 -5.572 -1.452 0.122 -0.085 -0.115
O 3.928 3.625 -6.749 -0.233 -0.012 0.811
O 2.009 5.464 -6.691 0.106 -0.036 0.368
O 1.605 -5.676 -3.745 0.183 -0.464 -0.332
O 4.191 -1.766 -1.51 0.517 -0.079 -0.369
O 4.48 3.35 -1.775 0.401 0.446 -0.33
O 3.131 5.632 -1.616 -0.221 -0.023 -0.295
O 4.941 -8.122 -5.048 -0.167 -0.562 0.246
O 4.032 -5.732 -4.415 0.075 0.071 -0.668
O 2.02 -2.621 21.689 0.418 0.103 0.265
O 6.27 0.116 25.157 0.429 0.118 -0.404
O 4.138 -4.209 -6.987 -0.195 -0.097 -0.272
O 8.072 -0.435 -2.688 0.093 0.191 -0.263
O 8.841 4.289 -2.477 -0.424 0.016 -0.252
O 7.624 5.628 24.734 0.408 0.586 -0.221
O 8.174 -9.563 -0.464 0.401 0.286 0.22
O 10.119 3.641 -4.609 0.268 -0.122 -0.413
O 7.477 -8.031 -2.354 -0.085 -0.621 -0.55
O 7.932 -5.466 -2.009 0.311 -0.097 0.245
O -1.944 -0.43 20.831 0.221 0.095 0.492
O -2.558 4.639 21.962 -0.266 0.2 0.287
O 11.888 -4.367 25.989 0.294 -0.226 0.11
O 5.378 3.508 21.082 0.093 -0.098 0.284
O 1.971 2.509 21.669 -0.223 0.201 0.441
O 1.439 5.079 22.29 -0.552 0.29 0.079
O 3.204 3.648 23.654 0.229 -0.097 -0.026
O 1.814 -7.753 21.454 -0.092 0.007 0.262
O 1.703 -5.223 22.15 0.082 -0.23 0.728
O 2.059 -0.069 20.889 0.099 -0.04 0.38
O 6.097 0.98 21.289 0.07 -0.141 0.585
O 8.616 -6.83 23.095 0.134 -0.063 0.292
O 12.08 -9.659 -6.454 -0.128 -0.463 0.081
O 9.147 -2.773 23.106 -0.046 -0.452 -0.099
O 10.983 3.535 22.808 0.04 -0.143 0.842
O 9.125 -0.578 25.808 -0.236 0.418 0.054
O 9.389 1.857 21.592 -0.235 -0.104 0.452
O 9.358 4.345 20.89 0.187 -0.176 -0.218
O 7.339 -4.565 23.599 -0.115 0.409 -0.41
O -3.047 -9.282 25.612 -0.007 -0.487 0.172
O 6.048 -3.686 20.939 0.024 0.024 0.327
O -2.304 2.02 21.788 -0.133 0.233 0.267
O 0.6 3.184 23.827 -0.006 -0.407 0.154
O 9.383 -8.401 21.188 0.085 0.234 0.116
O 13.454 3.447 23.801 -0.185 -0.057 0.251
O 5.745 3.879 24.268 0.012 -0.312 0.012
O 9.582 -4.665 24.87 -0.055 0.028 -0.018
O 4.849 -4.828 25.44 0.287 0.093 0.165
O 11.174 -7.409 -5.456 0.273 0.309 -0.162
O 4.05 2.786 25.965 0.169 0.371 0.127
O 9.609 -8.834 -6.978 -0.097 0.029 -0.399
O 6.403 -6.804 24.546 -0.027 -0.124 -0.028
O 7.851 2.224 -4.79 0.158 -0.061 0.351
O 6.218 0.046 -4.71 -0.296 0.074 0.029
O 11.171 -1.941 25.145 -0.064 -0.302 -0.282
O 10.097 -0.36 23.338 0.247 0.568 -0.229
O -2.31 -8.184 21.303 0.165 0.319 -0.231
O -0.83 -7.917 26.193 -0.342 0.225 0.245
O -2.158 -1.715 -7.001 0.133 0.017 -0.166
O -0.699 5.334 24.702 0.215 0.356 0.098
O 7.57 -0.743 22.601 -0.133 0.208 0.578
O 5.274 2.264 -3.948 -0.384 0.322 -0.29
O 6.775 -1.208 -6.873 -0.196 0.036 -0.035
O 0.76 -2.175 25.791 -0.108 0.527 -0.327
O 13.553 -2.733 24.736 -0.327 0.493 -0.757
O 6.966 -8.598 -6.747 0.146 0.115 0.481
O 9.041 -6.802 -4.039 -0.076 0.391 -0.524
O 3.045 -3.72 23.869 -0.066 -0.289 -0.012
O -0.783 -2.738 -4.198 0.098 0.443 -0.178
O 6.567 1.577 -1.828 0.193 0.183 0.431
O 14.868 3.278 26.015 0.561 0.044 0.218
O -0.747 -9.462 -2.293 0.076 -0.047 -0.013
O 1.814 3.333 -1.985 0.033 -0.502 -0.585
O 9.529 2.339 -6.852 0.297 -0.208 0.401
O 7.792 -2.778 25.431 -0.453 -0.248 -0.117
O -1.861 -7.777 23.817 0.296 0.139 0.057
O -2.088 0.859 -6.136 0.022 -0.073 0.499
O 10.152 -9.198 -3.833 -0.019 -0.053 -0.083
O 4.912 -0.489 23.021 -0.285 -0.102 -0.108
O 4.933 -2.2 24.931 0.192 -0.041 -0.142
O 14.948 -4.538 25.913 -0.243 -0.5 -0.192
O -0.97 -5.357 -4.203 -0.425 -0.377 0.124
O 6.403 -6.338 -3.914 -0.061 0.539 -0.138
O 0.416 -3.535 23.592 -0.38 0.319 -0.323
O -0.189 -6.84 -2.227 -0.061 0.097 -0.068
O -1.785 -5.737 22.125 0.212 0.255 0.675
O -5.541 -2.128 -3.983 0.586 -0.281 -0.053
O -0.58 -9.536 -6.505 0.035 0.406 0.132
O 4.063 0.789 -1.956 -0.173 0.038 -0.403
O 11.05 -6.825 25.213 -0.001 0.077 -0.249
O 3.128 -3.129 26.474 0.341 -0.126 0.32
O 8.153 4.503 -6.129 -0.271 0.21 -0.088
O -0.685 3.358 -2.777 -0.01 -0.375 -0.555
O 8.353 -2.947 -2.122 0.437 0.004 0.457
O -1.287 3.372 -6.236 0.536 -0.075 0.148
O 3.704 0.181 25.385 -0.431 -0.224 -0.135
O -4.121 -6.826 22.644 -0.343 0.882 -0.072
O 11.311 0.744 25.446 0.383 0.359 -0.391
O 5.217 -6.655 -7.26 -0.112 0.079 -0.211
O 3.268 -4.076 -2.464 -0.246 0.243 0.158
O 4.16 -7.382 25.681 -0.459 0.016 -0.386
O -4.007 -0.688 -5.437 -0.18 -0.315 0.116
O 5.951 1.956 -6.501 0.12 -0.26 -0.271
O -1.882 -3.345 20.937 -0.24 -0.103 0.423
O 9.743 -9.006 26.199 0.202 0.069 0.509
O 10.283 -8.811 23.674 0.289 -0.755 -0.097
O 4.978 -2.26 -5.323 0.193 0.154 0.504
O 2.941 -1.855 -6.974 0.073 0.569 0.15
O 2.718 -3.522 -4.938 -0.514 0.254 0.108
O 4.336 -7.507 -2.462 -0.189 0.358 -0.101
O -2.456 -4.017 -5.893 -0.499 -0.307 0.422
O 4.457 -9.165 -7.364 -0.134 0.001 -0.613
O 13.504 -0.172 0.753 -0.107 -0.215 -0.277
O 27.038 -0.016 -0.027 0.103 -0.298 -0.189
O 27.958 -7.592 -0.026 -0.199 -0.282 -0.128
O 13.483 -8.126 -1.791 0.144 -0.411 -0.383
O 13.524 -3.031 -1.927 -0.209 0.056 0.084
O 27.895 -3.298 0.376 -0.271 0.596 -0.259
O 17.667 -0.451 -2.069 -0.077 -0.428 -0.612
O 15.956 -0.544 -0.095 0.188 -0.609 -0.036
O 17.445 3.295 -1.914 0.272 -0.18 -0.226
O 15.688 1.343 -1.834 -0.3 0.074 -0.007
O 15.541 -8.041 -0.089 0.194 -0.289 -0.298
O 17.278 -3.853 0.836 -0.024 0.353 -0.204
O 19.277 -0.017 -0.035 -0.277 0.376 0.096
O 21.138 3.945 1.038 -0.029 0.078 -0.267
O 18.485 4.056 0.386 -0.742 -0.173 -0.026
O 19.145 -7.823 -0.143 0.104 0.189 -0.362
O 21.268 -9.03 -1.187 0.033 -0.598 -0.037
O 19.706 -3.879 -0.134 0.451 -0.173 -0.105
O 21.341 -4.119 -2.166 -0.067 -0.134 -0.485
O 22.971 -0.182 -0.12 0.194 -0.319 0.029
O 24.921 1.334 -0.965 -0.226 0.553 0.344
O 23.548 3.667 0.017 0.106 -0.189 -0.293
O 25.917 4.566 -0.658 0.09 0.273 0.156
O 22.85 -7.33 0.04 -0.321 0.509 -0.12
O 25.351 -7.597 0.856 -0.087 -0.432 -0.388
O 23.004 -3.949 -0.178 -0.595 -0.163 -0.212
O 25.313 -3.692 0.959 0.125 -0.029 -0.417
O 29.839 1.746 20.407 0.223 0.264 0.106
O 20.412 -5.776 19.724 0.061 -0.192 -0.25
O 22.885 -5.428 20.364 0.377 -0.286 0.467
O 21.005 -5.622 22.25 -0.698 -0.01 0.404
O 26.489 -5.2 20.483 -0.329 0.133 0.292
O 11.028 0.354 -2.916 0.03 0.456 -0.39
O 11.725 2.172 -1.211 0.704 -0.221 -0.296
O 11.48 4.474 -2.362 0.157 0.499 -0.398
O 27.473 -8.835 -3.249 0.313 0.446 0.339
O 13.965 5.392 -4.555 -0.457 0.11 0.226
O 29.25 -5.379 -0.205 -0.415 -0.144 0.422
O 15.556 -9.443 -2.362 0.044 -0.452 0.122
O 17.204 -8.926 -6.82 0.577 0.018 -0.218
O 16.791 -5.112 -3.903 -0.082 0.508 0.232
O 12.739 -1.4 -3.744 0.195 0.087 -0.289
O 19.909 -1.876 -1.825 0.091 0.076 -0.096
O 20.012 3.11 -1.406 0.145 0.296 -0.05
O 18.879 5.502 -1.794 -0.236 0.017 -0.457
O 23.492 -6.376 -4.851 0.055 0.141 0.047
O 19.201 -5.869 -4.596 0.3 0.125 -0.433
O 17.05 -8.317 25.79 -0.18 -0.047 -0.638
O 21.771 -0.917 26.183 -0.308 0.184 0.35
O 20.026 -3.66 -7.221 -0.088 -0.123 -0.019
O 23.605 -0.017 -2.739 -0.458 0.285 -0.485
O 24.311 3.849 -2.584 -0.418 -0.387 -0.018
O 23.056 -9.553 23.274 0.476 0.09 0.312
O 23.857 -9.404 -1.115 0.133 0.156 -0.116
O 28.334 4.676 -1.601 0.755 0.284 -0.084
O 23.396 -2.546 -2.369 0.49 0.234 0.181
O 23.819 -5.088 -2.49 0.099 0.062 0.332
O 13.332 -0.35 20.762 0.25 -0.13 0.294
O 13.013 4.661 21.48 0.369 -0.114 0.24
O 27.214 -3.981 26.272 0.168 -0.176 0.228
O 21.167 4.034 20.751 -0.339 0.015 0.321
O 17.245 2.58 21.657 -0.028 -0.002 0.478
O 16.892 5.228 21.679 -0.465 0.008 0.357
O 18.749 4.181 23.125 0.301 0.04 -0.299
O 17.069 -7.61 20.852 -0.063 -0.061 0.096
O 17.182 -5.114 21.762 -0.123 -0.022 0.447
O 17.236 -2.488 21.678 0.156 -0.211 0.522
O 17.252 0.027 20.862 0.046 -0.037 0.206
O 21.365 1.622 21.716 -0.098 0.203 0.41
O 23.15 -7.007 22.811 0.434 -0.055 0.361
O 27.471 5.305 -6.913 -0.318 -0.478 0.304
O 24.152 -2.658 23.026 -0.244 -0.356 -0.302
O 20.799 -0.905 21.376 -0.326 0.054 0.192
O 21.636 -8.711 21.315 -0.046 0.239 0.149
O 24.235 -0.372 25.553 -0.051 0.554 0.33
O 24.923 1.821 21.692 0.153 -0.087 0.386
O 24.622 4.284 21.117 -0.41 -0.048 -0.081
O 22.76 -4.665 23.919 -0.178 0.102 0.038
O 12.268 -9.091 25.474 0.21 -0.404 0.535
O 21.119 -3.466 20.862 0.218 -0.024 0.109
O 12.952 2.05 21.708 0.319 -0.048 0.174
O 16.153 3.691 23.731 0.079 -0.232 0.274
O 24.354 -8.512 21.193 0.151 0.502 0.349
O 28.868 3.551 23.977 -0.392 0.013 0.118
O 21.218 4.14 24.197 0.011 -0.227 -0.096
O 25.316 -4.488 24.522 -0.095 -0.293 -0.231
O 19.957 -4.701 25.581 0.408 -0.053 0.113
O 26.646 -7.934 -5.547 0.203 0.652 -0.054
O 19.164 2.829 25.235 0.043 -0.104 -0.324
O 25.172 -8.999 -7.438 0.048 0.003 -0.304
O 21.297 -6.742 24.588 0.057 -0.616 -0.032
O 22.95 2.451 -5.449 0.061 -0.506 -0.037
O 21.2 0.578 -5.11 -0.684 -0.058 0.137
O 26.513 -1.629 25.327 -0.17 -0.332 -0.35
O 25.577 -0.444 23.25 0.37 0.373 -0.201
O 13.204 -8.116 21.15 0.111 0.137 -0.459
O 14.474 -7.748 26.178 -0.408 0.321 0.119
O 13.1 -1.677 -6.815 0.77 0.148 0.051
O 14.658 5.578 24.648 0.524 0.004 -0.376
O 23.15 -0.293 22.326 0.131 0.091 0.18
O 21.001 2.752 -3.725 0.092 0.71 0.165
O 21.875 -0.877 -7.134 -0.588 -0.048 -0.025
O 15.985 -2.16 25.551 0.102 0.47 0.089
O 28.948 -2.604 24.854 -0.099 -0.13 -0.767
O 22.821 -7.956 -6.902 -0.24 0.243 -0.352
O 25.494 -6.981 -3.301 0.63 0.458 0.109
O 18.248 -3.781 23.794 0.217 -0.23 0.027
O 14.66 -3.083 -4.294 0.653 0.191 -0.056
O 22.287 1.857 -1.571 0.044 0.26 -0.007
O 30.515 3.185 26.038 0.173 0.128 0.242
O 18.701 -8.506 -4.768 0.35 -0.426 0.105
O 25.061 2.829 -6.873 0.784 -0.077 -0.065
O 22.922 -7.505 -2.603 -0.328 -0.242 -0.374
O 23.499 -2.88 25.595 -0.173 -0.393 0.121
O 13.474 -7.6 23.708 0.011 0.093 0.036
O 13.269 1.005 -6.332 0.184 0.214 0.371
O 25.043 -9.427 -4.056 -0.167 0.24 -0.392
O 21.102 0.134 23.816 0.026 0.432 0.187
O 15.379 -4.591 -6.366 0.22 -0.045 0.354
O 20.208 -2.215 24.545 -0.028 -0.126 -0.49
O 27.492 0.938 -7.587 -0.1 -0.399 0.196
O 14.319 -5.734 -4.32 -0.459 -0.226 -0.068
O 21.125 -7.551 -4.977 0.079 -0.359 0.077
O 15.163 -1.1 -2.614 -0.056 0.123 -0.309
O 15.663 -3.713 23.434 -0.384 -0.122 -0.269
O 15.712 -6.816 -2.33 0.462 0.429 0.093
O 13.515 -5.645 21.972 0.319 0.114 0.566
O 10.045 -1.876 -3.777 0.172 -0.441 -0.255
O 14.57 -9.273 -7.024 -0.247 0.452 -0.068
O 32.505 -7.754 21.387 0.037 -0.089 0.638
O 26.845 -6.46 25.428 0.266 0.023 0.085
O 18.424 -2.711 26.286 0.309 -0.028 0.275
O 23.338 4.861 -6.358 -0.432 -0.16 0.326
O 15.115 3.539 -3.051 -0.698 -0.344 -0.044
O 22.931 -1.46 -4.776 0.013 -0.276 -0.09
O 13.753 3.636 -6.47 -0.069 -0.214 0.413
O 19.386 0.131 25.668 -0.255 -0.322 0.048
O 11.221 -6.852 22.339 -0.051 0.238 0.258
O 26.363 1.086 25.258 0.067 0.355 -0.384
O 21.811 -5.519 -6.582 0.097 0.395 0.36
O 18.789 -4.117 -2.62 -0.525 -0.06 0.088
O 19.364 -7.255 26.125 -0.04 -0.054 0.356
O 11.198 -0.337 -5.534 -0.585 0.222 -0.106
O 20.458 2.908 -6.25 -0.115 0.386 0.209
O 13.381 -3.247 20.865 -0.189 -0.001 0.134
O 25.271 -8.664 25.286 -0.03 -0.369 -0.143
O 26.876 -7.851 23.27 -0.316 -0.124 -0.114
O 20.38 -1.894 -5.281 0.058 0.05 0.298
O 18.35 -1.611 -6.981 -0.103 0.28 0.005
O 18.346 -3.479 -5.17 -0.62 0.111 -0.121
O 19.757 -7.504 -2.647 0.101 0.26 0.086
O 12.837 -4.114 -5.916 -0.475 -0.335 0.339
O 16.217 -7.56 -4.798 -0.311 0.021 -0.272
O -19.164 -0.179 -0.11 -0.114 -0.267 -0.205
O -19.602 -7.371 -0.176 0.14 -0.209 -0.502
O 28.334 -3.293 21.206 -0.394 -0.083 0.736
O 29.667 -3.073 -1.513 0.308 -0.01 -0.165
O -18.634 -3.5 0.259 -0.039 0.413 -0.212
O -28.82 -0.087 -1.66 0.014 0.134 -0.303
O 30.789 -0.393 0.133 0.107 -0.411 -0.317
O 30.772 3.924 0.114 0.098 0.049 -0.37
O 30.903 1.722 -1.353 -0.19 -0.004 -0.009
O 30.607 -7.646 0.197 0.036 0.088 -0.504
O -16.069 -4.143 0.248 0.113 -0.084 -0.291
O 32.589 -3.623 1.043 -0.132 -0.346 -0.452
O -26.923 -0.049 0.167 -0.408 0.254 -0.069
O -27.262 -7.709 -0.09 -0.161 0.63 -0.398
O -24.913 -8.036 -1.164 0.088 0.203 0.287
O -26.513 -3.776 0.165 0.458 -0.149 -0.136
O -25.051 -3.61 -1.971 -0.05 -0.565 -0.778
O -21.74 -0.188 -0.754 0.273 -0.231 -0.071
O -23.728 4.545 -0.356 -0.248 -0.159 -0.493
O -21.138 4.511 -0.149 0.11 0.108 0.427
O -23.571 -3.729 0.171 -0.054 -0.325 0.003
O -21.134 -3.71 1.062 0.013 -0.089 -0.44
O -23.105 2.932 1.627 0.024 -0.222 -0.443
O 28.879 -5.413 19.665 -0.305 -0.118 -0.297
O 31.294 -5.624 20.442 -0.187 0.099 0.341
O -25.932 -9.41 20.646 -0.161 0.435 0.343
O -27.657 -5.712 20.426 0.138 0.239 0.3
O -25.213 -5.998 19.69 0.311 -0.503 -0.117
O -22.818 -5.451 20.497 0.371 -0.043 0.438
O -24.545 -6.231 22.267 -0.473 -0.285 0.188
O -19.319 -5.155 20.476 -0.436 -0.108 0.358
O 27.02 -0.378 -5.256 -0.31 0.118 -0.187
O 27.332 2.334 -1.116 0.53 -0.068 -0.661
O -26.948 5.18 25.656 0.134 -0.048 0.358
O -19.046 -7.242 -2.736 -0.24 0.376 -0.356
O -8.069 -6.195 -5.166 -0.101 0.514 -0.231
O -17.883 -5.539 -1.122 0.365 -0.105 -0.523
O 31.79 5.136 -4.673 0.459 -0.213 0.041
O 31.081 -8.697 -6.611 -0.039 0.194 -0.182
O 31.956 -5.556 -3.273 0.124 0.197 0.075
O 28.028 -1.828 -3.231 -0.395 -0.527 0.129
O -27.105 -1.986 -1.677 -0.407 -0.029 -0.489
O -25.939 2.815 -1.186 0.184 -0.05 0.003
O -26.717 5.32 -1.158 0.126 -0.055 -0.119
O -23.737 -6.449 -4.732 0.031 0.255 -0.074
O -27.173 -6.047 -4.291 0.249 0.177 -0.117
O -28.819 -8.197 25.905 -0.1 0.017 -0.612
O -27.246 3.479 -7.475 -0.053 0.087 0.474
O -26.561 -4.245 -6.663 -0.146 -0.21 0.431
O -24.139 -1.376 -0.973 -0.116 -0.076 0.102
O -22.019 4.327 -2.564 -0.05 -0.249 -0.287
O -22.955 5.589 25.049 -0.125 0.336 -0.031
O -22.401 -8.821 -1.398 0.592 0.072 -0.479
O -20.517 3.402 -4.441 0.29 -0.28 -0.108
O 23.715 3.357 23.467 -0.268 -0.485 0.4
O -20.694 -2.292 -3.857 0.167 -0.399 -0.295
O 28.462 -0.462 21.108 0.203 0.025 0.517
O 28.438 4.521 21.582 0.231 0.101 0.268
O -18.839 -4.328 26.289 0.389 -0.116 0.267
O -24.745 3.66 21.022 0.278 -0.003 0.253
O -28.671 2.409 21.834 -0.008 -0.092 0.369
O 32.248 5.003 21.701 -0.266 -0.161 -0.091
O -27.407 4.239 23.265 0.192 0.27 -0.175
O -22.105 -4.596 -3.986 -0.117 -0.072 -0.2
O 32.611 -5.294 22.64 0.342 -0.168 0.441
O -28.725 -2.703 21.939 0.275 -0.156 0.223
O -28.761 -0.128 21.069 -0.225 0.126 0.243
O -24.62 1.213 21.875 -0.167 -0.005 0.414
O -23.868 5.631 22.449 -0.11 0.665 0.226
O -22.113 -6.937 23.216 -0.037 -0.118 -0.003
O -18.609 5.441 -6.402 -0.316 -0.408 -0.116
O -21.37 -2.768 23.182 0.276 -0.51 0.009
O -25.144 -1.334 21.84 -0.376 -0.065 0.291
O -19.618 3.464 23.03 0.102 0.261 0.434
O -21.64 -0.5 25.906 -0.272 0.499 0.103
O -21.238 1.794 21.804 0.085 -0.299 0.359
O -21.189 4.259 21.101 -0.023 -0.324 -0.068
O -23.184 -4.567 23.624 -0.362 0.363 -0.335
O 27.921 -8.822 25.476 0.123 -0.233 0.474
O -24.867 -3.815 21.086 -0.297 -0.091 0.54
O 27.98 1.919 22.138 0.002 -0.272 0.525
O 31.559 3.558 23.735 -0.013 -0.27 0.274
O -21.084 -8.51 21.439 0.08 0.304 -0.109
O 7.51 -2.209 -4.527 0.057 -0.566 -0.215
O -17.203 3.354 24.026 -0.235 -0.254 0.704
O -7.124 3.388 23.251 -0.12 -0.447 0.075
O -20.869 -4.808 24.771 0.371 -0.234 -0.374
O -25.951 -4.961 25.703 -0.193 -0.021 -0.136
O -19.183 -7.638 -5.326 0.11 0.318 0.071
O -26.801 2.499 25.033 0.082 -0.369 -0.536
O -20.951 -8.822 -6.851 -0.024 0.23 0.041
O -24.116 -6.679 24.874 0.095 -0.334 0.175
O -22.813 2.098 -5.031 0.507 -0.401 0.377
O -24.519 0.113 -4.705 -0.008 -0.082 0.214
O -19.569 -1.921 25.499 -0.098 -0.339 -0.18
O -20.345 -0.392 23.531 0.365 0.414 -0.119
O 28.58 -8.183 21.288 0.305 0.423 -0.036
O 30.166 -7.613 26.235 -0.251 0.414 0.252
O 28.727 -1.318 -7.071 0.35 0.135 -0.286
O 30.3 5.539 24.889 0.124 0.055 0.229
O -22.774 -0.567 22.624 0.199 0.396 0.226
O -24.955 2.357 -3.531 0.178 0.662 0.128
O -24.144 -1.184 -6.853 -0.105 -0.042 -0.106
O -5.679 3.114 -4.57 0.695 -0.069 0.228
O -17.197 -2.753 24.81 -0.28 0.431 -0.5
O -23.52 -8.528 -6.405 0.055 -0.182 -0.267
O -21.356 -7.108 -3.958 -0.079 -0.028 -0.366
O -27.749 -3.642 24.291 0.178 0.026 0.021
O 30.303 -2.855 -4.027 0.449 0.051 -0.259
O -23.925 1.188 -1.385 0.273 0.36 -0.171
O -15.636 3.123 26.148 0.19 -0.011 0.104
O -28.238 -8.252 -5.158 0.251 -0.024 -0.315
O 23.337 4.875 25.617 -0.37 -0.348 0.345
O -28.457 3.233 -0.848 -0.222 -0.032 -0.125
O -20.923 2.387 -6.792 0.5 0.051 0.046
O -23.067 -6.372 -2.111 -0.345 0.414 0.25
O -22.564 -2.944 25.555 -0.401 -0.025 0.447
O 29.454 -7.625 23.713 0.659 0.281 -0.183
O 29.195 0.899 -5.611 0.158 0.057 0.765
O -20.214 -9.439 -3.725 0.119 -0.044 0.033
O -24.756 -0.068 24.171 -0.303 0.326 0.102
O 1.759 -8.423 25.765 -0.168 -0.409 -0.554
O 31.008 -4.325 -6.173 0.6 -0.076 0.272
O -25.643 -2.341 25.036 0.107 -0.237 -0.535
O -15.934 -4.531 26.116 -0.636 -0.31 0.066
O 29.575 -5.42 -4.227 -0.521 -0.096 -0.197
O -25.662 -8.167 -4.912 0.334 -0.692 -0.138
O 30.287 -0.68 -2.434 -0.234 0.154 -0.475
O 31.24 -3.408 23.908 -0.412 -0.079 -0.21
O -9.383 -3.922 20.955 -0.402 -0.094 0.141
O 28.311 -5.757 22.264 0.195 0.363 0.443
O 25.401 -1.68 -3.764 -0.1 -0.482 -0.497
O -28.74 0.813 25.708 -0.134 0.27 -0.566
O -26.328 0.462 -2.314 -0.077 -0.051 -0.495
O -19.42 -6.853 25.539 0.278 0.111 0.012
O -7.881 4.214 -0.173 -0.372 -0.274 -0.549
O -22.366 4.513 -5.946 -0.432 -0.002 0.137
O 31.214 4.027 -2.455 -0.135 0.516 -0.186
O 29.276 4.728 -4.05 -0.234 0.041 -0.727
O -26.326 0.066 26.174 0.011 -0.325 0.084
O -19.399 0.795 25.688 0.008 0.239 -0.467
O -25.231 -6.562 -6.929 -0.48 -0.476 -0.052
O -27.525 -4.543 -2.142 -0.472 -0.303 0.155
O -26.312 -7.641 25.779 -0.07 -0.016 -0.436
O 15.339 3.556 -0.357 0.239 0.262 -0.519
O -25.216 2.338 -6.124 0.038 0.072 -0.062
O -24.919 4.086 24.259 0.16 -0.29 0.051
O -24.123 -4.309 -7.568 0.241 0.113 0.326
O -18.389 -9.201 25.652 0.108 -0.61 0.688
O -25.802 -2.222 -5.08 -0.121 -0.029 0.303
O -27.889 -1.963 -6.639 0.018 0.314 0.434
O -20.009 0.035 -2.671 0.029 0.526 -0.158
O -27.11 -8.084 -2.704 -0.624 -0.051 -0.075
O 28.502 -3.61 -5.795 -0.272 0.014 0.58
O 30.894 -7.764 -4.236 -0.298 -0.199 -0.063
O -3.837 -0.127 -0.173 0.148 -0.464 -0.297
O -4.485 -7.263 -0.153 -0.27 -0.098 -0.559
O -17.237 -8.052 -1.008 -0.095 -0.444 0.112
O -17.115 -3.114 -1.856 0.003 0.042 -0.124
O -3.539 -3.601 0.169 -0.076 0.224 -0.333
O -13.488 -0.206 -1.673 0.011 -0.068 -0.451
O -15.485 -0.544 0.065 0.201 -0.544 -0.118
O -15.681 3.877 -0.188 -0.14 0.374 -0.332
O -15.329 1.573 -1.385 -0.386 0.12 -0.205
O -14.819 -7.965 -0.062 0.132 -0.061 -0.584
O -0.993 -4.248 0.186 -0.072 -0.078 -0.159
O -13.579 -3.789 1.085 -0.06 0.226 -0.394
O -11.639 0.194 0.185 -0.52 -0.013 -0.065
O -11.541 -7.686 0.123 -0.023 0.242 -0.291
O -9.429 -8.472 -1.285 0.057 -0.309 -0.194
O -11.149 -3.981 0.154 0.391 -0.353 -0.186
O -9.625 -3.499 -1.934 0.042 -0.308 -0.501
O -6.277 0.347 -1.052 0.035 -0.338 0.127
O -3.118 5.324 -6.73 -0.041 -0.148 -0.264
O -5.334 4.498 -0.806 0.127 0.193 0.194
O -7.769 -7.027 0.12 -0.329 0.283 -0.344
O -8.292 -3.54 0.251 -0.471 -0.207 -0.093
O -5.886 -3.77 1.154 0.14 0.17 -0.682
O -16.968 -5.326 19.611 -0.218 -0.375 -0.27
O -14.442 -5.733 20.054 0.037 0.534 0.302
O -10.507 -9.492 20.524 -0.078 0.497 0.68
O -11.933 -5.995 20.471 0.182 0.19 0.362
O -9.617 -6.045 19.451 0.378 -0.225 -0.318
O -7.272 -5.511 20.408 0.351 0.135 0.537
O -9.08 -6.362 22.055 -0.432 -0.327 0.175
O -3.41 -5.422 20.149 -0.234 -0.218 0.643
O -20.334 2.02 -0.839 0.133 -0.122 -0.242
O 31.069 1.53 -7.223 -0.222 -0.123 0.387
O -3.757 -7.708 -2.64 -0.004 -0.37 -0.336
O -16.743 5.214 -4.456 -0.548 0.404 0.224
O -2.805 -5.55 -1.378 0.096 0.078 -0.449
O -14.129 5.329 -4.515 0.486 -0.43 -0.365
O -13.668 -8.859 -6.834 0.727 -0.14 0.03
O -13.781 -5.344 -3.948 -0.024 0.037 -0.423
O -18.164 -1.537 -3.6 -0.151 0.205 -0.152
O -11.6 -1.908 -1.392 -0.406 0.01 -0.334
O -10.721 3.001 -1.406 0.432 0.093 -0.203
O -11.668 5.44 -1.233 -0.438 0.074 -0.312
O -6.513 -4.641 -3.954 0.305 -0.022 -0.272
O -11.223 -5.789 -4.272 0.242 0.042 -0.008
O -13.663 -8.282 25.841 -0.234 -0.048 -0.409
O -12.202 3.486 -7.527 -0.113 0.132 0.515
O -11.341 -4.283 -7.006 -0.232 -0.235 -0.128
O -8.488 -1.242 -1.158 -0.085 -0.052 -0.102
O -7.116 4.253 -2.734 -0.074 -0.254 -0.338
O -7.584 5.357 24.88 -0.044 0.269 0.002
O -6.913 -8.932 -1.395 0.703 0.13 -0.38
O -12.598 -1.96 -6.886 -0.26 0.535 0.231
O -7.826 -6.619 -2.496 -0.3 0.446 0.2
O -5.111 5.653 -3.797 0.4 -0.474 0.319
O -17.347 -0.372 20.932 0.076 -0.095 0.454
O -17.599 4.686 21.747 -0.001 0.028 0.358
O -3.28 -4.601 25.544 0.347 -0.363 -0.074
O -9.376 3.546 20.882 0.004 0.001 0.108
O -13.388 2.246 21.886 -0.233 -0.181 0.418
O -13.975 4.824 21.587 -0.565 -0.129 0.207
O -12.033 4.163 23.124 0.134 0.14 -0.372
O -13.588 -7.931 21.285 0.092 0.053 0.604
O -13.544 -5.512 22.455 -0.185 -0.432 0.477
O -13.49 -2.893 21.716 -0.168 -0.13 0.086
O -13.411 -0.262 21.017 0.094 0.246 0.536
O -9.223 1.102 21.755 -0.305 0.066 0.606
O -8.529 5.471 22.356 0.068 0.761 0.225
O -6.748 -7.072 23.2 0.179 -0.105 0.403
O -6.188 -2.777 23.615 0.076 -0.177 -0.25
O -9.716 -1.455 21.733 -0.551 -0.063 0.177
O -4.394 3.15 23.138 -0.025 0.011 0.436
O -6.399 -0.899 26.257 -0.035 0.246 0.028
O -5.88 1.665 21.64 0.02 -0.261 0.401
O -5.735 4.229 21.172 0.222 -0.124 -0.179
O -7.859 -4.715 23.588 -0.097 0.178 -0.248
O -19.45 -6.9 22.675 -0.048 0.475 -0.25
O -5.107 -1.663 21.579 0.711 -0.046 0.316
O -5.9 -7.219 -4.089 0.038 -0.265 0.031
O -17.64 2.06 21.848 0.144 -0.123 0.427
O -14.546 3.551 23.822 0.071 -0.181 0.315
O -5.651 -8.498 21.298 -0.308 0.363 0.009
O 29.293 3.403 -6.601 -0.033 0.247 0.024
O -2.009 3.155 24.121 -0.147 -0.32 0.699
O -9.644 3.946 24.203 0.03 -0.324 0.164
O -5.856 -4.905 25.236 -0.231 -0.055 -0.03
O -10.649 -4.928 25.512 0.246 0.039 -0.113
O -3.714 -8.005 -5.244 0.45 0.228 0.09
O -11.731 2.616 25.126 -0.09 -0.173 -0.301
O -5.559 -8.99 -6.811 -0.229 0.309 -0.316
O -8.933 -6.827 24.66 0.078 -0.334 0.222
O -7.916 2.031 -5.576 -0.132 0.386 -0.437
O -9.339 -0.045 -4.701 -0.345 -0.098 0.264
O -4.213 -2.173 25.558 -0.475 -0.217 0.197
O -5.223 -0.383 23.947 0.129 0.585 0.009
O -17.502 -8.086 21.295 0.28 0.315 -0.09
O -16.237 -7.79 26.307 -0.185 0.52 0.587
O -17.664 -1.638 -6.739 0.668 0.025 0.182
O -15.977 5.463 24.872 0.309 0.162 0.012
O -7.335 -0.671 22.391 0.194 0.01 -0.392
O -9.552 2.284 -3.567 0.067 0.544 -0.298
O -7.885 -1.03 -6.572 0.357 0.14 0.262
O -14.683 -2.277 25.72 0.133 0.521 -0.261
O -1.708 -2.607 24.819 -0.242 0.214 -0.483
O -8.149 -8.332 -6.704 0.06 0.294 -0.704
O 19.251 5.546 25.301 0.328 0.21 -0.077
O -12.465 -3.759 23.995 0.19 0.02 -0.318
O -15.994 -2.86 -4.213 0.659 0.18 -0.152
O -8.698 1.348 -1.275 0.175 0.403 -0.026
O -0.376 3.174 26.226 0.27 -0.094 0.371
O -12.311 -8.145 -4.866 0.137 -0.196 -0.199
O -15.36 -9.296 -2.307 0.348 -0.209 0.254
O -13.285 3.322 -1.017 0.007 -0.105 -0.186
O -5.614 1.697 -6.76 0.569 0.119 -0.008
O -7.724 -3.14 25.688 -0.741 -0.111 -0.194
O -17.143 -7.732 23.844 0.497 0.154 0.313
O -17.572 0.942 -6.106 0.116 0.014 0.612
O 29.779 -6.955 -2.123 -0.006 -0.201 -0.278
O -9.267 -0.189 24.051 0.249 0.509 0.245
O -11.646 5.275 25.476 -0.181 -0.243 0.304
O -15.22 -4.266 -6.332 0.376 -0.377 0.005
O -10.455 -2.364 24.828 -0.141 -0.04 -0.485
O -0.404 -4.492 26.012 -0.247 -0.497 -0.056
O -16.355 -5.485 -4.273 -0.591 -0.532 0.347
O -9.801 -7.981 -4.607 0.186 -0.444 0.206
O -15.886 -0.831 -2.503 -0.215 0.236 -0.222
O -15.086 -3.785 23.627 -0.32 -0.117 -0.412
O -15.273 -6.717 -2.278 -0.094 0.402 0.211
O -17.312 -5.618 22.203 0.636 0.249 0.289
O -16.186 -9.461 -6.989 -0.187 0.382 -0.058
O -11.035 0.529 -2.301 -0.11 -0.281 -0.428
O -4.309 -7.02 25.429 0.098 0.064 -0.147
O -15.488 1.467 -7.566 0.151 0.073 0.358
O 26.34 3.699 23.028 -0.034 0.145 0.403
O -15.243 3.631 -2.838 -0.407 -0.545 -0.429
O -8.091 -2.439 -4.347 -0.462 -0.457 -0.102
O -16.792 3.447 -6.333 0.251 -0.159 0.207
O -11.255 0.03 25.694 -0.43 -0.41 -0.33
O 30.889 2.681 -4.742 0.454 -0.234 0.193
O -4.099 0.374 26.188 0.379 0.152 -0.313
O -10.098 -6.629 -6.879 -0.367 -0.333 -0.094
O -12.112 -4.332 -2.255 -0.114 -0.427 0.066
O -11.211 -7.516 25.594 0.036 0.1 -0.475
O -19.667 -0.424 -5.354 -0.59 0.173 -0.178
O -10.531 2.051 -5.945 -0.431 -0.29 -0.024
O -17.541 -3.193 21.172 -0.178 -0.026 0.641
O -5.597 -9.11 26.368 0.202 0.121 0.132
O -4.998 -8.958 23.818 0.316 -0.536 -0.23
O -10.159 -2.201 -5.931 0.035 -0.018 -0.268
O -12.181 -3.368 -4.699 -0.356 0.385 0.205
O -11.525 -7.642 -2.486 -0.566 0.167 0.231
O -17.801 -4.025 -5.831 -0.485 -0.336 0.293
O -14.875 -7.583 -4.79 -0.414 -0.057 -0.285
O 0.128 -4.165 -6.298 0.558 -0.048 0.194
O 6.382 5.498 22.301 0.107 0.362 -0.052
O 31.085 -1.191 25.361 -0.185 0.218 0.013
O -19.42 4.091 -2.069 0.802 -0.02 -0.401
O 0.232 -4.116 -2.237 0.456 -0.052 0.332
O 0.208 1.234 -1.574 -0.088 0.074 -0.541
O -20.43 -8.819 24.005 -0.157 -0.332 -0.093
O 3.918 5.38 25.529 0.141 0.093 -0.013
O -6.134 0.474 -4.461 -0.134 0.133 0.329
O -22.464 -2.952 -2.099 0.593 -0.028 0.345
O 26.757 4.048 -3.655 0.236 -0.526 -0.253
O 26.696 0.327 -2.664 0.318 0.434 -0.198
O 20.062 0.661 -2.416 0.076 -0.185 -0.522
O -7.243 5.107 -5.247 -0.502 -0.132 0.132
O -23.229 -2.221 -4.56 0.059 -0.361 0.072
O 16.591 5.221 -4.599 0.321 -0.487 -0.171
O -6.991 -3.121 -2.023 0.52 -0.25 0.272
O -22.333 3.662 23.395 0.061 -0.462 0.373
O 8.229 3.685 23.144 0.05 -0.342 0.041
O -28.015 -3.632 -4.558 -0.222 0.269 0.054

Results
total energy: -405864.676 eV
total energy less fixed offsets of O -438.25, Si -107.07 eV per atom: -8.306 eV
